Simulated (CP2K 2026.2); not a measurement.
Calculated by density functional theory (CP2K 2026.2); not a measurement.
Periodic cell of 3024 atoms, Si2160O864, from a study of silicon, its oxide and their interface. The atomic structure is a simulated model.
Doubt: the forces sum to 12.28 eV/angstrom along one axis rather than to zero, so they err by at least 0.0041 eV/angstrom per atom on average; the grid cutoff is modest.

Settings
functional: PBE
method: Gaussian and plane waves
basis set: DZVP-MOLOPT-SR-GTH
pseudopotentials: GTH-PBE
grid cutoff: 300 Ry, relative cutoff 40 Ry
k points: Gamma only
occupations: fixed
spin: none
net charge: 0

Cell vectors (angstrom)
a 97.92 0 0
b 0 16.32 0
c -1.8478 8.0512 33.394

Atoms: element, x, y, z (angstrom)
Si 1.156 -1.106 0.433
Si 3.861 1.459 0.216
Si 1.728 3.738 0.211
Si 4.544 6.512 0.161
Si 1.499 -6.676 0.654
Si 4.311 -4.378 0.401
Si 6.933 -1.854 0.389
Si 9.736 0.938 -0.026
Si 6.688 4.215 -0.026
Si 9.801 6.465 0.154
Si 6.603 9.793 0.091
Si 9.196 12.384 0.319
Si 12.086 -1.155 0.263
Si 15.199 0.951 0.315
Si 11.973 4.237 0.26
Si 14.506 6.986 0.038
Si 12.303 9.232 0.245
Si 15.191 11.95 0.332
Si 2.858 -0.055 1.638
Si 5.544 2.643 1.348
Si 2.907 5.357 1.434
Si 5.617 8.113 1.463
Si 2.901 -5.432 1.913
Si 5.467 -2.91 1.787
Si 8.167 -0.128 1.41
Si 10.78 2.583 1.393
Si 8.212 5.309 1.427
Si 10.832 8.036 1.573
Si 8.114 10.799 1.604
Si 10.867 -2.764 1.49
Si 13.62 -0.104 1.666
Si 16.286 2.703 1.458
Si 13.523 5.416 1.525
Si 16.055 8.007 1.611
Si 13.515 10.803 1.527
Si 16.339 -2.803 1.608
Si 1.427 1.335 2.934
Si 4.223 3.992 2.819
Si 1.482 6.65 2.82
Si 4.26 9.359 2.985
Si 1.486 -4.059 3.099
Si 4.156 -1.425 2.993
Si 6.849 1.278 2.767
Si 9.49 3.93 2.835
Si 6.927 6.728 2.833
Si 9.495 9.423 2.898
Si 6.825 12.07 3.089
Si 9.517 -1.422 2.877
Si 12.198 1.327 2.862
Si 14.91 4.031 2.839
Si 12.202 6.73 2.959
Si 14.791 9.424 2.982
Si 12.186 12.18 2.874
Si 14.93 -1.506 2.989
Si 0.04 -0.049 4.227
Si 2.826 2.685 4.231
Si 0.094 5.398 4.225
Si 2.792 8.03 4.226
Si 0.072 -5.501 4.267
Si 2.805 -2.701 4.402
Si 5.528 -0.027 4.243
Si 8.151 2.611 4.22
Si 5.53 5.376 4.192
Si 8.2 8.059 4.286
Si 5.504 10.721 4.416
Si 8.198 -2.784 4.297
Si 10.868 -0.06 4.243
Si 13.555 2.677 4.229
Si 10.845 5.304 4.233
Si 13.498 8.081 4.369
Si 10.851 10.807 4.247
Si 13.541 -2.84 4.303
Si 1.266 -1.405 16.379
Si 3.989 1.326 16.439
Si 1.262 4.021 16.41
Si 3.94 6.708 16.477
Si 1.211 -6.931 16.371
Si 3.968 -4.177 16.431
Si 6.692 -1.445 16.487
Si 9.417 1.298 16.584
Si 6.709 3.983 16.509
Si 9.447 6.751 16.558
Si 6.697 9.444 16.529
Si 9.381 -4.185 16.544
Si 12.116 -1.458 16.597
Si 14.859 1.282 16.527
Si 12.152 4.049 16.57
Si 14.92 6.721 16.597
Si 12.191 9.422 16.552
Si 14.848 -4.125 16.524
Si 2.605 -0.019 17.756
Si 5.332 2.637 17.875
Si 2.581 5.334 17.847
Si 5.257 8.105 17.829
Si 2.57 -5.583 17.707
Si 5.34 -2.851 17.806
Si 8.006 -0.085 17.897
Si 10.742 2.738 17.928
Si 8.025 5.39 17.85
Si 10.862 8.06 17.942
Si 8.058 10.761 17.948
Si 10.702 -2.844 17.934
Si 13.494 -0.066 17.914
Si 16.209 2.666 17.862
Si 13.511 5.377 17.981
Si 16.379 8.114 17.842
Si 13.515 10.817 17.906
Si 16.198 -2.744 17.85
Si 1.304 1.358 19.169
Si 3.992 4.008 19.25
Si 1.117 6.648 19.161
Si 3.825 -6.915 19.188
Si 1.141 -4.268 18.971
Si 3.964 -1.422 19.045
Si 6.653 1.269 19.286
Si 9.362 4.133 19.303
Si 6.606 6.733 19.152
Si 9.506 9.405 19.292
Si 6.582 -4.256 19.272
Si 9.268 -1.508 19.276
Si 12.107 1.335 19.219
Si 14.884 3.991 19.299
Si 12.195 6.743 19.408
Si 15.024 9.494 19.153
Si 12.026 -4.256 19.285
Si 14.833 -1.441 19.295
Si -0.098 -0.1 20.329
Si 2.721 2.598 20.66
Si -0.17 5.312 20.669
Si 2.399 8.061 20.506
Si -0.311 -5.559 20.341
Si 2.555 -2.87 20.179
Si 5.324 -0.233 20.566
Si 7.885 2.806 20.61
Si 5.223 5.525 20.619
Si 8.046 8.009 20.455
Si 5.132 -5.628 20.641
Si 7.925 -2.915 20.69
Si 10.585 0.009 20.461
Si 13.441 2.665 20.697
Si 10.702 5.468 20.809
Si 13.767 8.143 20.556
Si 10.81 10.674 20.84
Si 13.342 -2.827 20.549
Si 0.96 -1.836 21.464
Si 4.05 1.043 22.008
Si 1.597 4.215 21.957
Si 3.598 6.669 21.965
Si 0.71 -7.18 21.72
Si 3.836 -3.98 21.748
Si 6.232 -1.91 22.012
Si 9.445 1.595 21.804
Si 6.75 4.418 21.986
Si 9.008 6.619 22.098
Si 6.798 -6.891 21.75
Si 8.995 -4.574 21.983
Si 12.075 -1.204 21.735
Si 14.42 0.97 22.029
Si 11.749 3.719 21.984
Si 15.178 6.705 21.805
Si 12.655 9.575 22.01
Si 14.617 -4.346 21.779
Si 2.696 7.991 -1.482
Si 5.293 2.807 24.176
Si 1.61 -5.151 23.77
Si 7.442 3.178 26.158
Si 3.495 2.274 -6.832
Si 7.257 4.379 -3.024
Si 14.445 -4.063 -4.022
Si 13.827 0.804 25.027
Si -0.15 0.681 24.704
Si 7.027 -1.33 25.078
Si 8.295 2.45 -4.947
Si 12.61 7.878 24.764
Si 9.659 -8.088 24.852
Si 16.387 3.921 24.328
Si 8.831 -5.106 24.824
Si 16.596 0.054 -6.677
Si 16.479 -2.94 23.855
Si 3.523 -1.223 -3.736
Si 2.368 -0.896 23.965
Si 0.093 -4.761 -2.497
Si 2.248 -7.642 -4.565
Si 4.73 -5.837 -4.519
Si 17.667 -4.78 25.953
Si 4.849 4.384 -4.995
Si 11.433 5.575 -4.034
Si 13.714 2.611 -1.851
Si 8.823 1.033 24.723
Si 11.268 -0.92 24.63
Si 8.098 0.572 -2.565
Si 9.423 -4.72 -4.126
Si 10.685 0.654 -5.715
Si 15.146 -5.218 -6.336
Si 19.463 -2.429 -4.868
Si 13.58 5.086 23.72
Si 12.479 2.7 -4.404
Si 9.082 -1.568 -4.361
Si 15.068 4.028 -4.056
Si 0.694 5.819 -1.696
Si 4.372 -2.653 25.791
Si -1.438 -4.262 24.266
Si 11.016 -5.229 -1.73
Si 5.674 -5.422 25.545
Si 8.811 6.946 -2.751
Si 5.44 -0.309 -1.738
Si 2.128 5.766 -4.539
Si 7.344 -6.715 -3.031
Si 7.736 -2.208 -7.068
Si 3.39 3.86 26.194
Si 14.243 6.662 -3.046
Si 9.57 -2.78 26.279
Si 16.251 -0.674 25.719
Si 15.338 -6.786 -3.771
Si 5.33 -8.185 24.161
Si 13.268 -3.092 -1.665
Si 17.458 -1.204 0.278
Si 20.006 1.481 0.375
Si 17.971 3.879 0.264
Si 20.57 6.349 0.304
Si 17.225 9.632 0.486
Si 20.499 11.844 0.276
Si 23.492 -1.938 0.096
Si 26.005 1.031 0.403
Si 22.898 4.256 0.417
Si 25.982 6.41 0.367
Si 22.884 9.788 0.321
Si 25.662 12.079 0.357
Si 28.258 -1.149 0.196
Si 31.581 1.006 0.295
Si 28.271 4.254 0.282
Si 31.048 6.914 0.282
Si 28.893 9.156 0.281
Si 31.534 11.946 0.111
Si 18.929 -0.071 1.691
Si 21.69 2.609 1.586
Si 19.047 5.317 1.739
Si 21.7 8.08 1.453
Si 18.954 10.734 1.624
Si 21.722 -2.832 1.457
Si 24.415 -0.236 1.515
Si 27.176 2.645 1.613
Si 24.442 5.357 1.751
Si 27.182 8.073 1.525
Si 24.396 10.777 1.785
Si 27.224 -2.867 1.472
Si 29.887 -0.08 1.531
Si 32.639 2.638 1.59
Si 29.859 5.377 1.587
Si 32.541 8.099 1.649
Si 29.983 10.804 1.524
Si 32.522 -2.818 1.612
Si 17.573 1.348 2.965
Si 20.394 3.948 3.055
Si 17.567 6.716 2.91
Si 20.332 9.363 2.919
Si 17.679 12.17 2.975
Si 20.387 -1.464 2.883
Si 23.064 1.19 2.862
Si 25.797 3.945 3.011
Si 23.053 6.795 2.947
Si 25.827 9.381 2.956
Si 23.016 12.203 2.998
Si 25.826 -1.53 2.891
Si 28.574 1.302 2.927
Si 31.245 4.013 2.885
Si 28.503 6.736 2.956
Si 31.246 9.484 3.002
Si 28.576 12.146 2.864
Si 31.156 -1.46 2.954
Si 16.249 -0.065 4.305
Si 18.969 2.627 4.356
Si 16.25 5.344 4.273
Si 18.947 8.054 4.283
Si 16.251 10.79 4.271
Si 19.03 -2.788 4.301
Si 21.706 -0.101 4.272
Si 24.406 2.561 4.274
Si 21.733 5.388 4.32
Si 24.435 8.087 4.325
Si 21.662 10.781 4.286
Si 24.436 -2.792 4.311
Si 27.163 -0.093 4.231
Si 29.904 2.666 4.284
Si 27.149 5.363 4.311
Si 29.856 8.116 4.307
Si 27.181 10.809 4.241
Si 29.844 -2.816 4.31
Si 17.593 -1.411 16.488
Si 20.368 1.344 16.496
Si 17.629 4.045 16.549
Si 20.403 6.774 16.458
Si 17.693 9.481 16.484
Si 20.375 -4.193 16.471
Si 23.157 -1.363 16.442
Si 25.83 1.324 16.413
Si 23.129 4.054 16.478
Si 25.825 6.706 16.487
Si 23.087 9.471 16.43
Si 25.852 -4.093 16.409
Si 28.574 -1.361 16.353
Si 31.302 1.398 16.388
Si 28.56 4.097 16.483
Si 31.289 6.799 16.364
Si 28.549 9.494 16.363
Si 31.287 -4.091 16.308
Si 18.942 -0.005 17.798
Si 21.816 2.665 17.829
Si 19.077 5.423 17.83
Si 21.745 8.139 17.833
Si 19.044 10.785 17.912
Si 21.808 -2.802 17.687
Si 24.529 -0.013 17.842
Si 27.149 2.694 17.774
Si 24.459 5.374 17.918
Si 27.231 8.108 17.735
Si 24.463 10.856 17.718
Si 27.244 -2.713 17.728
Si 29.908 0.019 17.701
Si 32.705 2.779 17.695
Si 29.957 5.497 17.81
Si 32.606 8.224 17.672
Si 29.914 10.867 17.681
Si 32.691 -2.614 17.464
Si 17.527 1.303 19.214
Si 20.444 4.026 19.137
Si 17.83 6.848 19.22
Si 20.481 9.46 19.319
Si 17.591 -4.116 19.123
Si 20.418 -1.425 18.917
Si 23.199 1.355 19.243
Si 25.829 3.957 19.261
Si 23.068 6.797 19.226
Si 25.808 9.45 18.999
Si 23.182 -4.075 19.105
Si 25.931 -1.395 19.155
Si 28.492 1.322 19.094
Si 31.361 4.103 19.093
Si 28.612 6.894 19.201
Si 31.23 9.539 19.085
Si 28.611 -4.074 19.045
Si 31.389 -1.327 18.906
Si 16.158 -0.022 20.685
Si 19.027 2.667 20.403
Si 16.444 5.404 20.389
Si 19.217 8.06 20.808
Si 16.319 10.85 20.575
Si 19.002 -2.655 20.248
Si 21.77 -0.167 20.303
Si 24.561 2.589 20.826
Si 21.766 5.337 20.578
Si 24.489 8.205 20.491
Si 21.841 10.997 20.546
Si 24.579 -2.773 20.481
Si 27.278 -0.089 20.595
Si 29.921 2.68 20.321
Si 27.273 5.39 20.437
Si 29.865 8.352 20.704
Si 27.127 10.874 20.248
Si 30.119 -2.736 20.273
Si 17.92 -1.174 21.682
Si 20.204 1.016 21.497
Si 17.91 4.206 21.726
Si 20.284 6.232 22.189
Si 18.1 9.877 21.83
Si 20.19 -4.034 21.655
Si 23.293 -1.285 21.69
Si 25.652 0.813 22.088
Si 23.409 4.343 21.944
Si 25.703 6.563 21.662
Si 23.457 9.887 21.82
Si 25.771 -4.328 21.777
Si 29.046 -1.237 21.653
Si 31.055 1.121 21.609
Si 28.86 4.214 21.712
Si 30.998 6.601 21.826
Si 28.388 9.933 21.914
Si 31.843 -3.768 21.474
Si 20.58 -7.015 -3.418
Si 24.774 -7.436 -7.059
Si 22.446 5.719 24.351
Si 28.481 6.113 -6.677
Si 21.113 -7.016 26.231
Si 24.116 2.41 -1.656
Si 28.483 -3.544 -6.679
Si 28.307 -3.741 23.317
Si 20.711 0.971 24.212
Si 23.052 6.434 -6.662
Si 31.452 0.972 -6.665
Si 26.812 -0.317 -4.839
Si 26.538 -7.973 24.005
Si 32.944 2.582 23.583
Si 23.519 -7.776 24.463
Si 29.141 -0.545 -6.548
Si 33.801 7.705 -6.019
Si 19.378 -2.571 -1.839
Si 20.362 7.935 -5.997
Si 16.544 -2.765 -5.578
Si 17.88 -7.805 -2.273
Si 21.552 -4.405 -4.471
Si 33.845 -7.147 25.369
Si 22.031 3.923 -5.922
Si 31.999 -6.526 -6.918
Si 30.878 1.511 -2.668
Si 28.878 3.484 24.714
Si 28.681 -5.465 -4.128
Si 22.19 -2.125 -2.631
Si 24.309 -5.268 -4.938
Si 25.546 -2.814 -6.297
Si 31.522 3.931 25.88
Si 33.805 -3.856 -3.592
Si 31.257 8.039 24.53
Si 26.057 2.495 -3.825
Si 25.835 0.165 25.126
Si 33.411 1.984 -4.516
Si 18.681 5.773 -2.023
Si 21.293 -2.081 23.839
Si 16.772 6.899 24.578
Si 27.028 -6.107 -1.854
Si 20.014 3.516 -3.548
Si 25.551 7.413 -2.466
Si 21.326 1.446 -2.159
Si 17.677 2.679 -5.227
Si 23.554 -7.005 -2.564
Si 21.505 -0.258 -4.749
Si 17.954 1.544 25.333
Si 30.509 3.933 -7.079
Si 28.64 3.465 -2.697
Si 29.432 -7.587 -5.876
Si 26.958 5.227 -4.343
Si 18.61 -7.258 24.713
Si 29.123 -1.169 -2.808
Si 33.748 -1.108 0.68
Si 36.29 1.423 0.616
Si 34.215 3.642 0.141
Si 36.923 6.491 0.239
Si 33.673 9.668 0.369
Si 36.872 -4.398 0.261
Si 39.738 -1.848 0.125
Si 42.235 1.001 0.124
Si 39.091 4.239 0.09
Si 42.369 6.396 -0.069
Si 39.074 -6.64 0.051
Si 41.973 -4.016 0.353
Si 44.487 -1.177 0.105
Si 47.792 1.198 0.3
Si 44.689 4.175 0.005
Si 48.211 6.212 -0.366
Si 44.251 -6.109 -0.202
Si 47.508 -3.944 -0.149
Si 35.141 0.078 2.064
Si 38.004 2.702 1.515
Si 35.309 5.307 1.455
Si 38.062 -8.22 1.478
Si 35.292 -5.495 1.582
Si 38.056 -2.801 1.504
Si 40.728 -0.149 1.466
Si 43.445 2.658 1.313
Si 40.758 5.368 1.334
Si 43.428 -8.059 1.037
Si 40.639 -5.536 1.466
Si 43.424 -2.666 1.56
Si 46.17 -0.076 1.386
Si 48.974 2.707 1.602
Si 46.398 5.393 1.094
Si 49.012 -8.183 0.929
Si 46.018 -5.247 1.157
Si 48.913 -2.706 1.295
Si 33.808 1.458 3.247
Si 36.68 4.056 2.912
Si 33.976 6.693 2.845
Si 36.673 -6.894 2.868
Si 33.975 -4.106 2.942
Si 36.719 -1.412 2.928
Si 39.397 1.297 2.779
Si 42.13 4.029 2.699
Si 39.486 6.768 2.772
Si 42.127 -6.889 2.667
Si 39.36 -4.159 2.894
Si 42.089 -1.353 2.925
Si 44.834 1.347 2.714
Si 47.549 4.132 2.732
Si 44.944 6.877 2.391
Si 47.538 -6.779 2.326
Si 44.85 -4.039 2.78
Si 47.559 -1.408 2.732
Si 32.483 -0.076 4.37
Si 35.344 2.775 4.378
Si 32.608 5.385 4.238
Si 35.328 -8.253 4.216
Si 32.64 -5.481 4.304
Si 35.358 -2.764 4.278
Si 38.085 -0.026 4.222
Si 40.795 2.681 4.102
Si 38.093 5.443 4.17
Si 40.835 -8.199 4.123
Si 38.022 -5.519 4.233
Si 40.759 -2.782 4.213
Si 43.513 0.029 4.16
Si 46.199 2.735 4.058
Si 43.576 5.484 3.893
Si 46.26 -8.121 3.853
Si 43.485 -5.483 4.036
Si 46.236 -2.73 4.132
Si 34.095 -1.243 16.243
Si 36.841 1.431 16.381
Si 34.071 4.112 16.342
Si 36.767 -9.49 16.338
Si 34.039 -6.786 16.323
Si 36.855 -4.049 16.267
Si 39.562 -1.303 16.355
Si 42.246 1.378 16.307
Si 39.502 4.114 16.307
Si 42.252 -9.521 16.376
Si 39.544 -6.78 16.345
Si 42.249 -4.028 16.362
Si 44.971 -1.409 16.318
Si 47.681 1.311 16.337
Si 44.945 4.093 16.396
Si 47.65 -9.559 16.358
Si 44.976 -6.795 16.311
Si 47.631 -4.136 16.344
Si 35.426 0.088 17.676
Si 38.218 2.805 17.759
Si 35.409 5.483 17.708
Si 38.157 -8.142 17.671
Si 35.514 -5.443 17.568
Si 38.192 -2.689 17.653
Si 40.917 0.078 17.726
Si 43.545 2.728 17.71
Si 40.82 5.452 17.689
Si 43.666 -8.154 17.677
Si 40.87 -5.376 17.7
Si 43.642 -2.714 17.755
Si 46.341 -0.095 17.68
Si 49.072 2.647 17.679
Si 46.318 5.432 17.784
Si 48.98 -8.235 17.766
Si 46.303 -5.514 17.764
Si 48.974 -2.716 17.631
Si 34.091 1.474 19.056
Si 36.818 4.178 19.092
Si 33.98 6.882 18.968
Si 36.84 -6.761 19.025
Si 34.129 -3.948 18.662
Si 36.833 -1.287 18.945
Si 39.646 1.496 19.152
Si 42.104 4.068 19.062
Si 39.474 -9.498 19.059
Si 42.318 -6.737 18.949
Si 39.486 -4.033 19.092
Si 42.296 -1.277 19.067
Si 44.954 1.296 18.939
Si 47.738 3.98 19.036
Si 44.957 -9.477 19.155
Si 47.591 -6.949 19.175
Si 44.981 -4.127 19.131
Si 47.661 -1.451 19.132
Si 32.689 0.079 20.289
Si 35.44 2.833 20.448
Si 32.654 5.607 20.412
Si 35.381 8.211 20.273
Si 32.762 11.069 19.947
Si 35.413 -2.685 20.132
Si 38.166 0.095 20.284
Si 40.925 2.856 20.738
Si 38.111 5.573 20.54
Si 40.892 -8.052 20.201
Si 38.106 -5.395 20.503
Si 40.926 -2.645 20.359
Si 43.651 0.081 20.447
Si 46.334 2.597 20.27
Si 43.436 5.461 20.312
Si 46.317 -8.277 20.762
Si 43.625 -5.488 20.473
Si 46.34 -2.864 20.564
Si 33.928 -1.491 21.445
Si 37.055 1.616 21.67
Si 34.299 4.529 21.652
Si 36.46 6.776 21.751
Si 34.18 9.897 21.285
Si 36.34 -4.242 21.586
Si 39.622 -1.15 21.578
Si 42.803 1.825 21.873
Si 39.13 4.009 22.002
Si 42.286 -9.26 21.617
Si 39.856 -6.515 21.624
Si 42.048 -4.241 21.67
Si 45.16 -1.199 21.733
Si 47.339 1.056 21.758
Si 44.88 4.013 21.376
Si 47.173 -10.257 21.934
Si 44.603 -7.099 21.955
Si 47.991 -4.115 21.799
Si 35.064 7.811 -1.815
Si 37.519 -6.294 -5.115
Si 36.698 -7.763 24.348
Si 41.445 0.032 23.741
Si 35.935 0.548 -5.177
Si 39.814 3.671 -2.92
Si 41.904 -5.873 -4.548
Si 48.21 1.065 24.638
Si 40.412 1.884 25.832
Si 37.972 -2.862 23.688
Si 40.918 -8.08 23.859
Si 45.893 4.14 -6.962
Si 43.587 -6.824 24.775
Si -47.91 3.524 24.931
Si 43.284 -2.469 23.909
Si 46.993 0.577 -3.71
Si 44.38 -7.035 -3.069
Si 35.488 -2.471 -1.54
Si 35.179 0.317 23.623
Si 30.828 -3.721 -2.94
Si 34.815 -6.629 -4.04
Si 38.92 5.563 -6.993
Si 48.662 -6.095 24.068
Si 38.417 1.288 -3.562
Si 40.112 6.499 -4.27
Si 46.098 -2.06 -2.274
Si 47.775 -4.501 -6.805
Si -48.505 -6.373 -4.841
Si 42.426 -0.278 -4.989
Si 38.777 4.219 25.045
Si 39.064 -7.755 26.041
Si -45.361 -6.271 -4.606
Si -45.02 0.897 -4.501
Si 47.627 5.431 24.947
Si 41.278 1.292 -2.861
Si 45.77 -3.167 -5.191
Si -44.905 -2.579 -2.37
Si 32.887 5.563 -1.963
Si 36.884 7.592 -6.807
Si 32.271 -5.939 23.448
Si 45.457 -8.043 -5.539
Si 38.033 -5.217 25.107
Si 42.691 6.663 -2.998
Si 37.568 -0.442 -1.432
Si 32.679 4.894 -4.913
Si 39.421 -7.166 -3.046
Si 41.138 -2.996 -5.577
Si 35.402 -2.519 -5.961
Si 46.446 2.885 -2.061
Si 44.77 5.587 -4.62
Si 48.727 5.068 -6.009
Si 48.399 7.939 -6.656
Si 38.387 -3.609 -6.475
Si -48.676 -5.277 -2.221
Si 49.923 -1.038 -0.028
Si 52.574 1.924 0.035
Si 50.383 4.039 0.328
Si 52.902 7.021 -0.221
Si 50.75 -6.98 -0.209
Si 53.24 -4.219 0.098
Si 55.924 -1.246 0.026
Si -39.752 1.871 -0.053
Si 55.843 4.041 -0.115
Si -39.067 6.807 -0.089
Si 55.414 -6.522 -0.075
Si -39.818 -3.517 -0.161
Si -36.973 -1.419 0.003
Si -33.765 1.139 -0.053
Si -36.884 4.514 0.021
Si -34.272 7.014 0.071
Si -36.452 -6.998 0.097
Si -33.655 -4.13 -0.116
Si 51.583 0.121 1.226
Si 54.294 2.932 1.299
Si 51.78 5.573 1.335
Si 54.362 -8.132 1.246
Si 51.686 -5.439 1.322
Si 54.376 -2.539 1.272
Si -40.777 0.22 1.324
Si -38.048 2.853 1.216
Si -40.828 5.662 1.093
Si -38.022 -8.079 1.441
Si -40.799 -5.33 1.063
Si -38.284 -2.634 1.413
Si -35.434 0.001 1.191
Si -32.601 2.847 1.096
Si -35.401 5.556 1.478
Si -32.583 -8.151 1.189
Si -35.353 -5.235 1.148
Si -32.616 -2.628 1.325
Si 50.362 1.342 2.829
Si 53.076 4.251 2.758
Si 50.301 6.924 2.566
Si 53.047 -6.774 2.676
Si 50.301 -4.057 2.62
Si 52.974 -1.23 2.599
Si -42.253 1.503 2.627
Si -39.463 4.252 2.535
Si -42.145 6.902 2.593
Si -39.475 -6.648 2.565
Si -42.146 -3.981 2.559
Si -39.509 -1.176 2.738
Si -36.73 1.425 2.567
Si -33.956 4.119 2.595
Si -36.736 6.888 2.839
Si -33.998 -6.709 2.53
Si -36.775 -4.008 2.595
Si -34.083 -1.32 2.62
Si 48.936 -0.023 4.089
Si 51.722 2.802 4.074
Si 48.975 5.525 3.981
Si 51.652 -8.103 4.01
Si 48.895 -5.464 3.873
Si 51.664 -2.663 3.967
Si -43.564 0.092 3.994
Si -40.816 2.86 3.94
Si -43.454 5.572 4.059
Si -40.807 -8.037 3.951
Si -43.488 -5.362 3.964
Si -40.846 -2.631 4.008
Si -38.064 0.124 4.023
Si -35.348 2.762 3.942
Si -38.142 5.495 4.052
Si -35.317 -8.021 4.022
Si -38.1 -5.363 3.979
Si -35.419 -2.666 3.989
Si 50.379 -1.351 16.33
Si 53.066 1.357 16.322
Si 50.388 4.057 16.332
Si 53.047 -9.529 16.364
Si 50.347 -6.863 16.368
Si 53.069 -4.1 16.296
Si -42.142 -1.365 16.262
Si -39.379 1.404 16.288
Si -42.141 4.087 16.321
Si -39.379 -9.473 16.269
Si -42.141 -6.796 16.312
Si -39.437 -4.055 16.283
Si -36.682 -1.325 16.265
Si -33.953 1.398 16.273
Si -36.631 4.133 16.303
Si -33.939 -9.469 16.328
Si -36.655 -6.775 16.302
Si -33.92 -4.108 16.244
Si 51.745 -0.01 17.733
Si 54.441 2.679 17.693
Si 51.686 5.422 17.751
Si 54.417 -8.152 17.704
Si 51.761 -5.513 17.669
Si 54.401 -2.707 17.639
Si -40.769 0.004 17.581
Si -37.984 2.762 17.648
Si -40.794 5.536 17.607
Si -37.998 -8.157 17.662
Si -40.79 -5.425 17.663
Si -38.053 -2.693 17.612
Si -35.343 0.051 17.638
Si -32.554 2.769 17.59
Si -35.253 5.456 17.721
Si -32.592 -8.091 17.713
Si -35.252 -5.451 17.672
Si -32.535 -2.718 17.527
Si 50.364 1.296 19.127
Si 53.091 4.05 19.052
Si 50.278 -9.605 19.189
Si 53.072 -6.853 19.14
Si 50.339 -4.121 18.874
Si 53.12 -1.367 19.099
Si 55.807 1.26 19.026
Si -39.393 4.198 18.873
Si 55.791 -9.48 19.069
Si -39.421 -6.824 18.984
Si 55.703 -4.079 19
Si -39.423 -1.317 18.949
Si -36.65 1.422 19.094
Si -33.864 4.043 19.066
Si -36.583 -9.455 19.078
Si -33.882 -6.711 19.184
Si -36.697 -4.097 18.918
Si -33.974 -1.44 18.84
Si 49.008 -0.067 20.521
Si 51.748 2.67 20.436
Si 48.962 5.243 20.589
Si 51.677 -8.242 20.521
Si 49.037 -5.492 20.248
Si 51.645 -2.784 20.26
Si 54.542 -0.119 20.564
Si 57.164 2.811 20.146
Si 54.457 5.441 20.406
Si 57.095 -8.077 20.446
Si 54.395 -5.397 20.487
Si 57.164 -2.735 20.236
Si -38.192 0.079 20.373
Si -35.148 2.704 20.527
Si -38.075 5.511 20.308
Si -35.194 -8.174 20.594
Si -37.961 -5.516 20.275
Si -35.437 -2.695 20.267
Si 50.131 -1.776 21.716
Si 53.386 1.603 21.711
Si 50.671 4.173 21.888
Si 52.861 -9.85 21.763
Si 50.475 -6.603 21.689
Si 52.64 -4.338 21.657
Si 55.97 -1.601 21.885
Si 58.712 1.86 21.573
Si 55.653 3.832 21.604
Si 58.726 -9.202 21.67
Si 56.053 -6.404 21.812
Si 58.362 -4.314 21.422
Si -36.632 -1.117 21.573
Si -34.055 0.701 21.504
Si -36.877 3.976 21.591
Si -33.784 -9.627 21.936
Si -36.888 -7.017 21.763
Si -34.029 -3.814 21.742
Si -43.393 5.534 -2.575
Si -41.914 6.901 26.061
Si -42.748 -6.863 24.886
Si -40.349 3.398 23.836
Si -44.169 3.875 -5.143
Si -42.892 -6.589 -3.048
Si -35.789 -3.884 -4.813
Si -37.882 -2.895 23.696
Si -44.25 0.413 24.352
Si -43.998 -2.683 23.828
Si -41.961 7.354 -4.594
Si -35.342 4.814 23.946
Si -36.233 -1.417 -6.398
Si -29.918 4.13 24.585
Si -35.766 -5.204 23.853
Si -34.451 5.253 -5.151
Si -33.785 0.168 -5.154
Si -47.64 -2.345 -2.943
Si -43.969 8.092 -6.654
Si 44.915 -5.429 -6.822
Si -48.365 -4.038 26.149
Si -44.415 -3.752 -6.092
Si -29.773 3.129 -6.176
Si -38.202 0.452 -2.19
Si -39.711 6.321 -6.381
Si -30.063 6.012 -2.144
Si -37.075 0.88 26.247
Si -34.726 2.205 25.024
Si -41.424 -0.258 24.484
Si -42.447 -3.619 -3.958
Si -39.467 5.988 24.505
Si -33.196 -3.686 -6.487
Si -31.401 -1.702 -4.896
Si -31.759 -7.958 23.717
Si -38.694 -1.138 -4.704
Si -39.893 1.731 26.053
Si -32.801 -1.402 23.355
Si 47.573 5.461 -3.199
Si -47.781 -1.421 24.625
Si 48.052 8.047 25.954
Si -38.046 -6.066 -4.423
Si -41.512 4.041 -6.91
Si -37.627 -8.191 -2.279
Si -43.933 0.045 -1.886
Si 45.309 -0.353 -6.171
Si -39.467 -3.636 -3.247
Si -45.13 -0.949 -6.942
Si -48.085 0.215 -4.403
Si -36.697 6.337 -6.949
Si -35.179 0.684 -2.568
Si -27.844 5.265 -6.899
Si -33.108 -8.167 -5.295
Si -44.49 7.235 24.72
Si -35.166 -2.468 -2.054
Si -31.481 -1.024 0.057
Si -28.686 1.626 -0.127
Si -30.806 3.939 -0.095
Si -28.39 6.553 0.181
Si -31.584 -6.534 -0.207
Si -28.463 -4.197 -0.255
Si -25.564 -1.659 -0.219
Si -22.902 1.046 -0.108
Si -26.188 4.371 0.139
Si -23.081 6.715 -0.14
Si -26.205 -6.397 -0.088
Si -23.403 -3.944 -0.335
Si -20.545 -1.045 -0.303
Si -17.872 1.912 -0.36
Si -21.015 4.343 0.124
Si -17.966 7.076 -0.208
Si -20.081 -6.881 -0.349
Si -17.456 -4.17 -0.221
Si -29.879 0.134 1.262
Si -27.244 2.727 1.366
Si -29.856 5.362 1.511
Si -27.259 -8.037 1.238
Si -29.984 -5.384 1.109
Si -27.24 -2.681 1.096
Si -24.467 -0.103 1.174
Si -21.995 2.686 1.356
Si -24.578 5.583 1.287
Si -21.779 -7.991 0.982
Si -24.559 -5.326 1.18
Si -21.736 -2.729 0.925
Si -19.085 0.274 1.007
Si -16.261 2.678 1.176
Si -19.163 5.492 1.108
Si -16.29 -8.054 0.962
Si -18.972 -5.396 1.092
Si -16.315 -2.601 1.106
Si -31.294 1.485 2.584
Si -28.532 4.027 2.836
Si -31.287 6.831 2.636
Si -28.665 -6.723 2.561
Si -31.244 -4.025 2.594
Si -28.534 -1.305 2.528
Si -25.807 1.319 2.548
Si -23.284 4.142 2.641
Si -25.893 6.948 2.633
Si -23.135 -6.71 2.439
Si -25.91 -3.997 2.557
Si -23.059 -1.43 2.48
Si -20.432 1.432 2.56
Si -17.685 4.146 2.42
Si -20.464 6.923 2.455
Si -17.607 -6.744 2.45
Si -20.406 -4.039 2.378
Si -17.725 -1.194 2.378
Si -32.67 0.074 3.923
Si -29.974 2.723 4.088
Si -32.653 5.491 3.995
Si -29.953 -8.097 3.973
Si -32.643 -5.38 3.938
Si -29.89 -2.652 3.927
Si -27.187 0.014 3.932
Si -24.557 2.731 3.974
Si -27.185 5.523 4.023
Si -24.459 -8.045 3.903
Si -27.257 -5.377 3.91
Si -24.478 -2.687 3.894
Si -21.758 -0.007 3.865
Si -19.027 2.805 3.848
Si -21.796 5.528 3.856
Si -19.035 -8.081 3.803
Si -21.76 -5.367 3.802
Si -19.055 -2.636 3.737
Si -31.203 -1.295 16.217
Si -28.468 1.378 16.174
Si -31.21 4.164 16.259
Si -28.527 -9.493 16.227
Si -31.226 -6.771 16.284
Si -28.486 -4.056 16.185
Si -25.732 -1.302 16.185
Si -23.068 1.358 16.139
Si -25.772 4.131 16.174
Si -23.073 -9.494 16.132
Si -25.789 -6.736 16.203
Si -23.063 -4.035 16.177
Si -20.377 -1.315 16.176
Si -17.709 1.391 16.146
Si -20.392 4.121 16.148
Si -17.694 -9.48 16.141
Si -20.338 -6.75 16.208
Si -17.729 -4.059 16.163
Si -29.795 0.039 17.577
Si -27.109 2.74 17.512
Si -29.86 5.507 17.676
Si -27.162 -8.113 17.539
Si -29.824 -5.393 17.593
Si -27.058 -2.726 17.491
Si -24.384 0.056 17.592
Si -21.732 2.718 17.484
Si -24.386 5.473 17.532
Si -21.721 -8.151 17.492
Si -24.408 -5.375 17.566
Si -21.716 -2.679 17.552
Si -19.021 0.031 17.564
Si -16.371 2.78 17.481
Si -19.026 5.469 17.514
Si -16.368 -8.081 17.486
Si -18.999 -5.393 17.645
Si -16.409 -2.702 17.532
Si -31.153 1.442 18.913
Si -28.455 4.041 18.907
Si -31.235 -9.438 19.092
Si -28.477 -6.762 18.959
Si -31.107 -3.952 18.942
Si -28.358 -1.368 18.835
Si -25.714 1.491 18.933
Si -23.076 4.026 18.878
Si -25.769 -9.466 18.843
Si -23.041 -6.786 18.858
Si -25.733 -4.002 18.968
Si -23.031 -1.333 18.961
Si -20.345 1.449 18.892
Si -17.664 4.129 18.902
Si -20.39 -9.51 18.864
Si -17.598 -6.777 19.013
Si -20.399 -4.012 18.981
Si -17.729 -1.376 18.972
Si -32.465 -0.135 20.031
Si -29.773 2.742 20.384
Si -32.517 5.377 20.467
Si -29.905 -7.959 20.414
Si -32.513 -5.116 20.404
Si -29.564 -2.731 20.292
Si -27.014 0.003 20.152
Si -24.433 2.842 20.434
Si -27.064 5.425 20.164
Si -24.404 -8.126 20.203
Si -27.022 -5.461 20.302
Si -24.377 -2.664 20.401
Si -21.662 0.093 20.255
Si -18.955 2.739 20.309
Si -21.615 5.281 20.169
Si -19.091 -8.135 20.257
Si -21.738 -5.452 20.283
Si -19.084 -2.679 20.44
Si -30.792 -1.148 21.409
Si -28.575 1.048 21.487
Si -30.793 4.373 21.78
Si -28.603 -9.658 21.351
Si -30.922 -6.171 21.728
Si -28.416 -4.27 21.738
Si -25.426 -0.915 21.615
Si -23.133 1.289 21.627
Si -25.53 4.527 21.783
Si -23.177 -9.781 21.254
Si -25.465 -6.593 21.66
Si -23.264 -4.349 21.652
Si -20.255 -1.037 21.75
Si -17.945 1.122 21.725
Si -20.048 4.262 21.698
Si -18.011 -9.64 21.655
Si -20.169 -6.568 21.635
Si -17.922 -4.328 21.687
Si -31.187 -7.776 -3.128
Si -27.947 1.716 24.407
Si -26.741 7.774 23.71
Si -21.472 2.627 24.024
Si -24.478 2.046 -6.938
Si -25.594 3.908 -2.729
Si -20.92 -7.449 -4.609
Si -20.146 -2.274 25.922
Si -25.364 1.243 25.959
Si -25.188 -1.573 24.471
Si -20.559 2.217 -4.177
Si -17.6 5.016 25.729
Si -21.762 8.048 23.598
Si -16.357 2.842 23.875
Si -22.195 -2.5 23.87
Si -14.119 -2.345 -5.375
Si -17.794 -3.615 24.671
Si -29.76 -2.253 -2.329
Si -32.843 0.138 25.754
Si -32.882 2.835 -6.547
Si -28.47 -6.778 -4.376
Si -27.677 -4.472 -5.994
Si -11.661 -1.247 -6.885
Si -28.185 4.412 -4.077
Si -21.991 6.266 -5.174
Si -16.669 0.078 -2.358
Si -23.383 3.654 26.018
Si -20.598 -3.12 -4.592
Si -25.382 0.201 -4.732
Si -25.017 -5.444 -5.311
Si -23.721 -7.027 25.511
Si -15.851 -7.331 -5.699
Si -14.196 -6.946 -3.372
Si -17.383 7.714 24.572
Si -23.48 1.798 -3.028
Si -20.223 -0.347 -5.624
Si -14.787 0.635 -4.783
Si -35.459 5.702 -2.24
Si -27.231 -3.865 24.702
Si -29.31 7.198 24.891
Si -21.668 -5.247 -2.613
Si -22.087 3.634 -6.442
Si -24.302 6.673 -3.055
Si -27.353 -0.199 -2.369
Si -29.922 0.049 26.267
Si -25.873 -7.086 -2.986
Si -25.409 -2.72 -5.976
Si -29.61 0.098 -6.795
Si -19.648 6.54 -3.508
Si -19.469 3.873 -2.031
Si -18.658 -7.179 -6.85
Si -17.008 6.248 -4.858
Si -25.773 5.219 24.724
Si -18.637 -2.324 -2.506
Si -14.909 -1.268 -0.207
Si -12.414 1.584 -0.049
Si -14.683 3.691 -0.184
Si -11.789 6.612 -0.107
Si -15.173 -6.351 -0.367
Si -11.933 -4.323 -0.3
Si -9.035 -1.613 -0.268
Si -6.534 1.187 0.13
Si -9.595 4.374 -0.113
Si -6.349 6.569 -0.047
Si -9.572 -6.479 -0.357
Si -6.693 -3.778 -0.335
Si -4.206 -0.999 0.221
Si -1.052 1.075 0.518
Si -4.142 4.373 0.216
Si -1.451 7.01 0.018
Si -3.535 -6.98 -0.036
Si -0.723 -4.483 0.256
Si -13.547 -0.003 1.225
Si -10.809 2.791 1.165
Si -13.517 5.419 1.019
Si -10.666 -8.075 1.096
Si -13.572 -5.353 1.045
Si -10.734 -2.72 0.99
Si -8.136 -0.034 1.257
Si -5.394 2.798 1.401
Si -8.025 5.498 1.239
Si -5.233 8.214 1.203
Si -7.953 -5.371 0.968
Si -5.303 -2.749 1.274
Si -2.72 0.005 1.666
Si 0.101 2.796 1.574
Si -2.607 5.558 1.473
Si 0.116 8.012 1.508
Si -2.487 -5.497 1.416
Si 0.161 -2.84 1.619
Si -14.966 1.314 2.568
Si -12.203 4.136 2.516
Si -14.922 6.844 2.314
Si -12.194 -6.771 2.391
Si -14.91 -3.979 2.443
Si -12.096 -1.372 2.444
Si -9.506 1.379 2.538
Si -6.785 4.131 2.697
Si -9.394 6.892 2.546
Si -6.692 -6.745 2.461
Si -9.396 -4.081 2.412
Si -6.726 -1.375 2.626
Si -4.085 1.453 2.845
Si -1.298 4.151 2.832
Si -4.007 6.9 2.759
Si -1.21 -6.87 2.852
Si -3.955 -4.114 2.651
Si -1.311 -1.453 2.888
Si -16.358 0.006 3.883
Si -13.584 2.751 3.851
Si -16.303 5.521 3.749
Si -13.573 -8.137 3.747
Si -16.269 -5.366 3.803
Si -13.522 -2.678 3.817
Si -10.849 0.012 3.884
Si -8.16 2.718 3.96
Si -10.83 5.509 3.858
Si -8.054 -8.079 3.897
Si -10.824 -5.414 3.777
Si -8.124 -2.742 3.913
Si -5.441 -0.006 4.067
Si -2.671 2.765 4.156
Si -5.4 5.487 4.041
Si -2.654 8.177 4.177
Si -5.381 -5.452 3.953
Si -2.698 -2.799 4.154
Si -15.037 -1.335 16.163
Si -12.322 1.428 16.15
Si -14.979 4.14 16.164
Si -12.342 -9.528 16.07
Si -15.027 -6.738 16.107
Si -12.326 -4.026 16.144
Si -9.601 -1.269 16.13
Si -6.887 1.347 16.226
Si -9.602 4.066 16.172
Si -6.918 6.806 16.165
Si -9.58 -6.767 16.111
Si -6.895 -4.05 16.122
Si -4.223 -1.387 16.283
Si -1.422 1.363 16.314
Si -4.135 4.065 16.22
Si -1.469 6.715 16.31
Si -4.215 9.475 16.206
Si -1.515 -4.119 16.271
Si -13.711 0.086 17.482
Si -10.951 2.728 17.564
Si -13.645 5.515 17.556
Si -10.951 -8.189 17.351
Si -13.709 -5.377 17.491
Si -10.956 -2.621 17.445
Si -8.289 0.036 17.599
Si -5.489 2.713 17.534
Si -8.265 5.45 17.517
Si -5.565 8.112 17.558
Si -8.212 -5.407 17.464
Si -5.648 -2.744 17.615
Si -2.831 0.005 17.572
Si -0.091 2.679 17.784
Si -2.776 5.324 17.675
Si -0.185 -8.27 17.735
Si -2.931 -5.458 17.578
Si -0.143 -2.806 17.638
Si -15.097 1.408 18.865
Si -12.247 4.154 18.902
Si -15.046 -9.396 18.874
Si -12.295 -6.841 18.649
Si -15.076 -4.04 18.916
Si -12.307 -1.236 18.786
Si -9.619 1.393 19.014
Si -6.86 4.083 18.825
Si -9.685 6.822 18.807
Si -6.911 9.537 18.867
Si -9.542 -3.961 18.737
Si -6.99 -1.346 18.99
Si -4.127 1.401 18.94
Si -1.461 3.991 19.188
Si -4.21 6.693 18.888
Si -1.648 -6.846 18.941
Si -4.355 -4.181 18.957
Si -1.502 -1.375 18.895
Si -16.406 0.031 20.312
Si -13.734 2.83 20.12
Si -16.414 5.593 20.266
Si -13.577 -8.069 20.148
Si -16.216 -5.442 20.488
Si -13.706 -2.553 20.095
Si -11.036 0.018 20.341
Si -8.215 2.861 20.252
Si -10.891 5.51 20.335
Si -8.341 8.182 20.111
Si -10.943 -5.413 19.837
Si -8.36 -2.705 20.377
Si -5.594 0.108 20.183
Si -2.773 2.572 20.54
Si -5.491 5.322 20.271
Si -3.024 -8.201 20.265
Si -5.642 -5.545 20.434
Si -3.028 -2.684 20.11
Si -14.681 -0.945 21.534
Si -12.568 1.405 21.503
Si -14.875 4.359 21.476
Si -12.619 6.581 21.5
Si -14.299 -6.408 21.672
Si -12.316 -4.077 21.103
Si -10.189 -1.819 21.624
Si -6.708 1.653 21.542
Si -9.127 4.562 21.616
Si -6.945 6.786 21.342
Si -9.544 9.8 21.301
Si -7.293 -4.377 21.643
Si -4.088 -1.093 21.447
Si -1.612 0.841 21.808
Si -4.407 3.75 21.747
Si -1.549 7.001 21.663
Si -4.694 -7.33 21.742
Si -1.515 -3.839 21.365
Si -13.369 6.745 -2.514
Si -10.863 2.966 23.718
Si -10.534 -6.962 24.133
Si -7.174 0.873 24.377
Si -11.743 1.049 -4.746
Si -8.26 4.076 -2.918
Si -2.964 -1.974 -2.395
Si -4.99 -1.224 24.268
Si -9.779 0.625 25.578
Si -11.121 -1.613 24.348
Si -10.454 -4.285 25.579
Si -3.149 1.55 -6.181
Si -3.785 -6.004 24.492
Si -3.507 5.772 23.874
Si -6.044 -3.914 24.507
Si -0.767 -3.293 -5.163
Si 1.119 3.164 -5.448
Si -13.12 -2.629 -2.445
Si -14.102 -1.53 24.3
Si -19.943 6.866 25.753
Si -15.035 1.02 25.951
Si -11.671 -7.164 -4.899
Si 2.516 -0.486 -6.344
Si -10.207 3.62 -5.225
Si -4.609 5.762 -4.344
Si -0.4 -0.344 -1.94
Si -5.048 -4.86 -7.1
Si -1.183 5.46 25.786
Si -6.204 1.142 -5.575
Si -3.041 -5.346 -5.015
Si -8.859 7.209 25.696
Si -0.67 -7.132 -4.047
Si 3.112 -4.02 -2.45
Si 0.721 3.518 24.823
Si -6.152 1.995 -2.762
Si -5.974 6.148 25.551
Si 1.427 0.809 -3.999
Si -15.978 5.466 -2.114
Si -12.066 5.954 -4.877
Si -16.755 -6.04 25.956
Si -4.318 -4.756 -2.2
Si -6.049 3.987 -6.577
Si -7.163 6.939 -3.013
Si -10.998 -0.278 -2.249
Si -15.268 -3.476 26.042
Si -8.812 -6.822 -3.484
Si -10.982 4.937 26.053
Si -7.771 -5.249 -5.667
Si -1.714 3.477 -4.679
Si -3.484 3.382 -2.522
Si -2.234 -1.485 25.627
Si -1.744 6.554 -4.879
Si -13.197 -8.102 23.924
Si -2.583 -1.046 -5.177
Si 1.381 -1.357 5.651
Si 4.148 1.318 5.6
Si 1.433 4.024 5.575
Si 4.145 6.69 5.59
Si 1.439 9.435 5.572
Si 4.133 12.163 5.676
Si 6.837 -1.412 5.629
Si 9.511 1.281 5.613
Si 6.833 4.004 5.589
Si 9.534 6.686 5.629
Si 6.872 9.383 5.714
Si 9.535 12.166 5.65
Si 12.205 -1.428 5.628
Si 14.88 1.299 5.631
Si 12.212 4.002 5.629
Si 14.905 6.709 5.654
Si 12.164 9.464 5.68
Si 14.909 12.14 5.658
Si 17.643 -1.42 5.64
Si 20.343 1.249 5.656
Si 17.603 4.009 5.669
Si 20.321 6.713 5.653
Si 17.612 9.441 5.641
Si 20.336 12.149 5.667
Si 23.075 -1.427 5.651
Si 25.8 1.248 5.622
Si 23.084 3.983 5.632
Si 25.782 6.714 5.661
Si 23.061 9.463 5.645
Si 25.802 12.149 5.622
Si 28.492 -1.432 5.637
Si 31.185 1.313 5.704
Si 28.534 4.02 5.634
Si 31.255 6.752 5.604
Si 28.511 9.479 5.649
Si 31.26 -4.132 5.643
Si 33.977 -1.398 5.616
Si 36.732 1.335 5.596
Si 33.968 4.115 5.677
Si 36.738 6.773 5.565
Si 34.001 -6.87 5.602
Si 36.703 -4.141 5.607
Si 39.447 -1.382 5.567
Si 42.164 1.381 5.505
Si 39.46 4.053 5.484
Si 42.238 6.761 5.399
Si 39.467 -6.85 5.51
Si 42.178 -4.135 5.481
Si 44.892 -1.349 5.473
Si 47.592 1.384 5.409
Si 44.867 4.135 5.374
Si 47.6 6.873 5.318
Si 44.915 -6.824 5.336
Si 47.623 -4.13 5.381
Si 50.322 -1.368 5.412
Si -44.861 1.43 5.422
Si 50.319 4.155 5.378
Si -44.883 6.882 5.384
Si 50.278 -6.745 5.331
Si -44.874 -4.018 5.327
Si -42.209 -1.288 5.364
Si -39.461 1.481 5.335
Si -42.129 4.17 5.391
Si -39.474 6.904 5.363
Si -42.157 -6.719 5.355
Si -39.443 -3.985 5.347
Si -36.733 -1.283 5.368
Si -34.01 1.409 5.333
Si -36.724 4.118 5.334
Si -33.998 6.871 5.356
Si -36.73 -6.706 5.362
Si -34.014 -4.024 5.314
Si -31.287 -1.299 5.277
Si -28.561 1.345 5.341
Si -31.305 4.146 5.385
Si -28.581 6.872 5.338
Si -31.303 -6.735 5.331
Si -28.564 -4.015 5.311
Si -25.815 -1.325 5.285
Si -23.113 1.378 5.243
Si -25.857 4.121 5.353
Si -23.129 6.871 5.251
Si -25.854 -6.717 5.261
Si -23.117 -4.054 5.227
Si -20.384 -1.342 5.208
Si -17.69 1.417 5.214
Si -20.404 4.161 5.198
Si -17.672 6.857 5.148
Si -20.394 -6.726 5.174
Si -17.678 -4.006 5.125
Si -14.937 -1.346 5.187
Si -12.239 1.378 5.222
Si -14.966 4.144 5.16
Si -12.233 6.854 5.183
Si -14.926 -6.766 5.143
Si -12.193 -4.067 5.175
Si -9.497 -1.357 5.254
Si -6.823 1.367 5.365
Si -9.528 4.117 5.264
Si -6.779 6.86 5.339
Si -9.493 -6.752 5.212
Si -6.773 -4.09 5.301
Si -4.077 -1.38 5.426
Si -1.341 1.351 5.507
Si -4.064 4.127 5.443
Si -1.305 6.786 5.518
Si -4.072 -6.777 5.43
Si -1.347 -4.135 5.542
Si 2.767 -0.017 6.968
Si 5.478 2.668 6.973
Si 2.762 5.374 6.954
Si 5.459 8.044 7.004
Si 2.743 10.804 6.973
Si 5.481 -2.775 6.999
Si 8.173 -0.064 7.002
Si 10.858 2.639 6.989
Si 8.166 5.347 6.988
Si 10.84 8.071 7.023
Si 8.193 10.802 7.029
Si 10.873 -2.789 7.013
Si 13.547 -0.069 7.004
Si 16.243 2.642 7.011
Si 13.549 5.359 7.016
Si 16.263 8.077 7.008
Si 13.551 10.801 7.03
Si 16.269 -2.789 6.993
Si 18.984 -0.085 7.028
Si 21.699 2.643 6.989
Si 18.968 5.365 7.022
Si 21.689 8.094 6.989
Si 18.959 10.806 7.014
Si 21.709 -2.797 6.999
Si 24.431 -0.071 7.006
Si 27.153 2.648 6.963
Si 24.427 5.348 7.003
Si 27.146 8.106 6.984
Si 24.43 10.815 6.993
Si 27.138 -2.791 6.988
Si 29.833 -0.062 7.016
Si 32.616 2.691 6.978
Si 29.899 5.393 6.967
Si 32.622 -8.203 6.955
Si 29.89 -5.486 6.99
Si 32.629 -2.759 6.976
Si 35.358 -0.023 6.937
Si 38.121 2.713 6.895
Si 35.376 5.459 6.969
Si 38.114 -8.183 6.894
Si 35.357 -5.497 6.956
Si 38.086 -2.748 6.912
Si 40.835 -0.004 6.873
Si 43.544 2.774 6.799
Si 40.863 5.424 6.799
Si 43.583 -8.178 6.754
Si 40.828 -5.476 6.856
Si 43.545 -2.74 6.812
Si 46.265 0.021 6.802
Si 48.974 2.76 6.74
Si 46.268 5.482 6.714
Si 48.961 -8.121 6.722
Si 46.257 -5.471 6.746
Si 48.98 -2.751 6.756
Si -46.234 0.033 6.749
Si -43.483 2.787 6.757
Si -46.219 5.488 6.746
Si -43.514 -8.081 6.735
Si -46.247 -5.39 6.691
Si -43.538 -2.668 6.734
Si -40.806 0.078 6.697
Si -38.077 2.784 6.729
Si -40.792 5.531 6.756
Si -38.079 -8.088 6.72
Si -40.786 -5.37 6.719
Si -38.088 -2.645 6.731
Si -35.352 0.057 6.722
Si -32.665 2.77 6.716
Si -35.373 5.497 6.7
Si -32.635 -8.1 6.715
Si -35.362 -5.358 6.717
Si -32.641 -2.659 6.664
Si -29.93 0.011 6.697
Si -27.226 2.755 6.686
Si -29.926 5.507 6.713
Si -27.191 -8.087 6.655
Si -29.926 -5.374 6.678
Si -27.182 -2.674 6.66
Si -24.469 0.047 6.638
Si -21.747 2.772 6.573
Si -24.461 5.499 6.646
Si -21.745 -8.086 6.574
Si -24.478 -5.383 6.622
Si -21.752 -2.687 6.579
Si -19.042 0.042 6.569
Si -16.318 2.785 6.55
Si -19.028 5.509 6.549
Si -16.311 -8.107 6.519
Si -19.03 -5.365 6.525
Si -16.315 -2.694 6.539
Si -13.614 0.03 6.573
Si -10.897 2.746 6.605
Si -13.604 5.489 6.544
Si -10.874 -8.118 6.565
Si -13.577 -5.418 6.534
Si -10.882 -2.708 6.592
Si -8.188 -0.005 6.681
Si -5.451 2.725 6.729
Si -8.168 5.468 6.645
Si -5.44 -8.149 6.753
Si -8.162 -5.43 6.645
Si -5.461 -2.739 6.735
Si -2.729 -0.025 6.81
Si 0.03 2.674 6.887
Si -2.7 5.434 6.836
Si 0.036 8.116 6.908
Si -2.735 -5.467 6.856
Si -0.001 -2.768 6.911
Si 1.369 1.328 8.281
Si 4.102 4.015 8.322
Si 1.381 6.75 8.272
Si 4.097 9.441 8.327
Si 1.354 -4.133 8.274
Si 4.092 -1.414 8.325
Si 6.809 1.3 8.347
Si 9.511 3.997 8.362
Si 6.81 6.698 8.363
Si 9.511 9.435 8.401
Si 6.814 -4.151 8.36
Si 9.508 -1.433 8.368
Si 12.196 1.284 8.373
Si 14.899 4.002 8.383
Si 12.204 6.722 8.383
Si 14.906 9.433 8.378
Si 12.213 -4.146 8.389
Si 14.912 -1.429 8.363
Si 17.614 1.288 8.368
Si 20.336 3.997 8.358
Si 17.618 6.73 8.379
Si 20.335 9.452 8.358
Si 17.61 -4.146 8.373
Si 20.346 -1.442 8.37
Si 23.067 1.299 8.351
Si 25.805 4.007 8.338
Si 23.055 6.727 8.336
Si 25.79 9.459 8.341
Si 23.072 -4.144 8.353
Si 25.786 -1.432 8.353
Si 28.496 1.315 8.353
Si 31.26 4.049 8.325
Si 28.532 6.754 8.315
Si 31.268 -6.842 8.318
Si 28.528 -4.123 8.336
Si 31.262 -1.394 8.322
Si 34.007 1.341 8.296
Si 36.758 4.068 8.26
Si 34.009 6.803 8.316
Si 36.764 -6.827 8.274
Si 34.005 -4.12 8.305
Si 36.737 -1.382 8.27
Si 39.488 1.357 8.238
Si 42.202 4.095 8.196
Si 39.508 6.774 8.198
Si 42.227 -6.834 8.161
Si 39.485 -4.101 8.226
Si 42.213 -1.371 8.195
Si 44.913 1.395 8.148
Si 47.62 4.117 8.102
Si 44.932 6.802 8.136
Si 47.623 -6.798 8.129
Si 44.93 -4.098 8.139
Si 47.636 -1.366 8.124
Si -47.587 1.394 8.11
Si -44.862 4.127 8.115
Si -47.589 6.843 8.098
Si -44.884 -6.738 8.087
Si -47.571 -4.073 8.125
Si -44.877 -1.321 8.12
Si -42.135 1.415 8.11
Si -39.419 4.155 8.1
Si -42.165 6.868 8.112
Si -39.433 -6.735 8.094
Si -42.157 -4.027 8.091
Si -39.451 -1.286 8.082
Si -36.72 1.411 8.087
Si -34.016 4.135 8.076
Si -36.722 6.857 8.078
Si -34.004 -6.739 8.07
Si -36.716 -4.007 8.089
Si -33.984 -1.312 8.067
Si -31.28 1.402 8.053
Si -28.567 4.125 8.051
Si -31.277 6.864 8.077
Si -28.552 -6.738 8.029
Si -31.284 -4.017 8.044
Si -28.55 -1.334 8.042
Si -25.831 1.403 8.013
Si -23.094 4.123 7.973
Si -25.833 6.855 8.005
Si -23.113 -6.757 7.963
Si -25.822 -4.034 8.009
Si -23.101 -1.328 7.967
Si -20.395 1.405 7.939
Si -17.685 4.132 7.918
Si -20.389 6.86 7.927
Si -17.677 -6.746 7.889
Si -20.387 -4.041 7.931
Si -17.668 -1.322 7.913
Si -14.974 1.408 7.921
Si -12.27 4.119 7.938
Si -14.971 6.848 7.905
Si -12.243 -6.767 7.931
Si -14.96 -4.061 7.9
Si -12.261 -1.341 7.938
Si -9.557 1.383 7.996
Si -6.828 4.102 8.041
Si -9.549 6.834 7.972
Si -6.835 -6.786 8.057
Si -9.538 -4.061 7.983
Si -6.832 -1.358 8.059
Si -4.107 1.358 8.116
Si -1.357 4.051 8.196
Si -4.093 6.805 8.135
Si -1.363 -6.83 8.209
Si -4.114 -4.078 8.144
Si -1.383 -1.382 8.203
Si -0.02 -0.048 9.586
Si 2.72 2.666 9.653
Si -0.01 5.39 9.584
Si 2.715 8.098 9.661
Si -0.022 -5.486 9.6
Si 2.706 -2.781 9.647
Si 5.439 -0.059 9.693
Si 8.147 2.651 9.727
Si 5.437 5.359 9.71
Si 8.137 8.076 9.737
Si 5.435 -5.513 9.697
Si 8.149 -2.789 9.726
Si 10.844 -0.071 9.74
Si 13.543 2.646 9.743
Si 10.844 5.363 9.741
Si 13.551 8.084 9.749
Si 10.86 -5.511 9.751
Si 13.56 -2.782 9.745
Si 16.258 -0.067 9.736
Si 18.972 2.649 9.726
Si 16.258 5.37 9.737
Si 18.98 8.097 9.725
Si 16.252 -5.509 9.732
Si 18.974 -2.785 9.73
Si 21.701 -0.06 9.709
Si 24.431 2.665 9.695
Si 21.698 5.371 9.7
Si 24.423 8.096 9.683
Si 21.698 -5.499 9.704
Si 24.422 -2.78 9.709
Si 27.142 -0.05 9.693
Si 29.893 2.687 9.667
Si 27.169 5.392 9.666
Si 29.896 -8.199 9.66
Si 27.16 -5.49 9.678
Si 29.901 -2.751 9.672
Si 32.641 -0.016 9.646
Si 35.389 2.715 9.614
Si 32.639 5.427 9.643
Si 35.396 -8.162 9.64
Si 32.639 -5.469 9.654
Si 35.384 -2.739 9.629
Si 38.121 -0.003 9.588
Si 40.862 2.728 9.568
Si 38.144 5.434 9.581
Si 40.869 -8.172 9.547
Si 38.133 -5.447 9.6
Si 40.858 -2.728 9.556
Si 43.581 0.014 9.525
Si 46.288 2.746 9.498
Si 43.582 5.455 9.53
Si 46.289 -8.166 9.506
Si 43.584 -5.457 9.513
Si 46.288 -2.725 9.499
Si -48.926 0.009 9.481
Si -46.215 2.746 9.474
Si -48.93 5.464 9.471
Si -46.218 -8.125 9.463
Si -48.927 -5.439 9.487
Si -46.218 -2.7 9.484
Si -43.498 0.04 9.467
Si -40.77 2.778 9.466
Si -43.503 5.487 9.481
Si -40.785 -8.105 9.467
Si -43.508 -5.399 9.463
Si -40.792 -2.665 9.453
Si -38.072 0.049 9.457
Si -35.357 2.769 9.453
Si -38.061 5.501 9.471
Si -35.353 -8.107 9.438
Si -38.062 -5.384 9.454
Si -35.342 -2.663 9.449
Si -32.626 0.047 9.435
Si -29.919 2.763 9.414
Si -32.636 5.489 9.427
Si -29.901 -8.097 9.413
Si -32.632 -5.381 9.423
Si -29.909 -2.68 9.417
Si -27.187 0.044 9.383
Si -24.461 2.774 9.349
Si -27.186 5.492 9.379
Si -24.462 -8.108 9.353
Si -27.178 -5.39 9.383
Si -24.456 -2.672 9.352
Si -21.744 0.043 9.314
Si -19.035 2.77 9.296
Si -21.735 5.497 9.317
Si -19.032 -8.099 9.281
Si -21.746 -5.394 9.308
Si -19.03 -2.676 9.286
Si -16.33 0.046 9.286
Si -13.627 2.759 9.301
Si -16.328 5.489 9.28
Si -13.619 -8.122 9.285
Si -16.326 -5.403 9.275
Si -13.631 -2.694 9.292
Si -10.926 0.017 9.33
Si -8.199 2.734 9.374
Si -10.916 5.47 9.319
Si -8.207 -8.154 9.384
Si -10.913 -5.417 9.33
Si -8.209 -2.713 9.387
Si -5.481 -0.006 9.443
Si -2.748 2.69 9.509
Si -5.476 5.429 9.445
Si -2.744 -8.187 9.525
Si -5.491 -5.447 9.455
Si -2.757 -2.742 9.529
Si 1.322 -1.412 10.97
Si 4.06 1.301 11.026
Si 1.337 4.033 10.962
Si 4.063 6.737 11.03
Si 1.329 9.47 10.975
Si 4.048 -4.148 11.023
Si 6.776 -1.428 11.065
Si 9.482 1.287 11.099
Si 6.778 4.004 11.083
Si 9.485 6.72 11.108
Si 6.769 9.443 11.077
Si 9.486 -4.152 11.097
Si 12.191 -1.43 11.106
Si 14.899 1.291 11.106
Si 12.189 4.003 11.112
Si 14.904 6.725 11.109
Si 12.202 9.447 11.117
Si 14.9 -4.153 11.109
Si 17.618 -1.421 11.098
Si 20.339 1.292 11.078
Si 17.62 4.013 11.092
Si 20.344 6.729 11.065
Si 17.617 9.454 11.084
Si 20.343 -4.14 11.075
Si 23.064 -1.412 11.062
Si 25.792 1.314 11.047
Si 23.072 4.026 11.053
Si 25.803 6.747 11.023
Si 23.073 9.462 11.042
Si 25.798 -4.138 11.039
Si 28.543 -1.384 11.02
Si 31.284 1.347 11.003
Si 28.539 4.05 11.019
Si 31.273 -9.544 11
Si 28.535 -6.842 11.017
Si 31.281 -4.103 11.005
Si 34.029 -1.366 10.978
Si 36.768 1.362 10.947
Si 34.025 4.078 10.964
Si 36.784 -9.528 10.949
Si 34.033 -6.804 10.99
Si 36.779 -4.082 10.961
Si 39.51 -1.359 10.917
Si 42.234 1.367 10.906
Si 39.51 4.086 10.935
Si 42.233 -9.514 10.91
Si 39.517 -6.807 10.923
Si 42.237 -4.091 10.885
Si 44.949 -1.352 10.873
Si 47.645 1.369 10.855
Si 44.942 4.089 10.885
Si 47.647 -9.523 10.871
Si 44.942 -6.811 10.879
Si 47.646 -4.083 10.863
Si -47.57 -1.348 10.854
Si -44.85 1.39 10.842
Si -47.574 4.1 10.841
Si -44.864 -9.485 10.844
Si -47.566 -6.792 10.855
Si -44.86 -4.059 10.849
Si -42.145 -1.321 10.836
Si -39.419 1.409 10.832
Si -42.133 4.124 10.839
Si -39.425 -9.467 10.838
Si -42.15 -6.764 10.837
Si -39.422 -4.027 10.817
Si -36.701 -1.31 10.819
Si -33.982 1.408 10.808
Si -36.702 4.13 10.828
Si -33.988 -9.474 10.795
Si -36.703 -6.752 10.819
Si -33.984 -4.034 10.809
Si -31.257 -1.314 10.792
Si -28.542 1.402 10.758
Si -31.267 4.129 10.784
Si -28.541 -9.474 10.757
Si -31.263 -6.743 10.779
Si -28.536 -4.045 10.76
Si -25.813 -1.317 10.725
Si -23.098 1.399 10.688
Si -25.817 4.129 10.727
Si -23.1 -9.478 10.7
Si -25.812 -6.754 10.738
Si -23.096 -4.046 10.694
Si -20.382 -1.323 10.666
Si -17.686 1.401 10.661
Si -20.382 4.128 10.677
Si -17.689 -9.474 10.646
Si -20.393 -6.756 10.667
Si -17.684 -4.043 10.65
Si -14.986 -1.322 10.655
Si -12.287 1.387 10.674
Si -14.992 4.119 10.659
Si -12.283 -9.486 10.668
Si -14.982 -6.763 10.651
Si -12.286 -4.048 10.675
Si -9.581 -1.336 10.715
Si -6.854 1.375 10.762
Si -9.568 4.108 10.702
Si -6.856 -9.519 10.763
Si -9.577 -6.781 10.717
Si -6.866 -4.071 10.769
Si -4.134 -1.361 10.833
Si -1.402 1.331 10.894
Si -4.128 4.062 10.827
Si -1.397 6.764 10.893
Si -4.129 -6.807 10.825
Si -1.402 -4.105 10.906
Si 2.676 -0.063 12.345
Si 5.398 2.647 12.416
Si 2.682 5.373 12.345
Si 5.398 8.083 12.422
Si 2.672 10.814 12.366
Si 5.394 -2.789 12.395
Si 8.116 -0.076 12.447
Si 10.82 2.65 12.473
Si 8.112 5.366 12.464
Si 10.833 8.089 12.472
Si 8.117 10.806 12.443
Si 10.826 -2.789 12.467
Si 13.526 -0.056 12.47
Si 16.258 2.66 12.46
Si 13.543 5.369 12.473
Si 16.264 8.098 12.456
Si 13.546 10.81 12.487
Si 16.25 -2.778 12.458
Si 18.984 -0.06 12.457
Si 21.701 2.675 12.412
Si 18.981 5.385 12.439
Si 21.725 8.092 12.394
Si 18.973 10.826 12.428
Si 21.705 -2.77 12.423
Si 24.425 -0.034 12.399
Si 27.178 2.687 12.367
Si 24.454 5.387 12.389
Si 27.165 8.118 12.367
Si 24.434 10.825 12.399
Si 27.173 -2.752 12.349
Si 29.913 -0.003 12.354
Si 32.657 2.737 12.323
Si 29.906 5.422 12.356
Si 32.657 -8.173 12.317
Si 29.913 -5.47 12.342
Si 32.66 -2.718 12.325
Si 35.406 0.013 12.306
Si 38.142 2.729 12.283
Si 35.404 5.44 12.293
Si 38.153 -8.157 12.288
Si 35.413 -5.433 12.316
Si 38.163 -2.708 12.287
Si 40.874 0.01 12.264
Si 43.6 2.724 12.262
Si 40.878 5.45 12.279
Si 43.596 -8.156 12.267
Si 40.892 -5.439 12.264
Si 43.594 -2.717 12.231
Si 46.31 0.002 12.244
Si 49.001 2.732 12.219
Si 46.301 5.438 12.254
Si 49.015 -8.167 12.226
Si 46.304 -5.454 12.235
Si 49.007 -2.726 12.224
Si -46.202 0.015 12.206
Si -43.483 2.75 12.205
Si -46.211 5.454 12.208
Si -43.497 -8.138 12.216
Si -46.209 -5.433 12.223
Si -43.497 -2.696 12.201
Si -40.779 0.04 12.195
Si -38.052 2.763 12.196
Si -40.775 5.483 12.211
Si -38.051 -8.115 12.198
Si -40.769 -5.404 12.182
Si -38.051 -2.681 12.188
Si -35.33 0.043 12.185
Si -32.613 2.775 12.164
Si -35.327 5.487 12.182
Si -32.615 -8.117 12.143
Si -35.333 -5.402 12.186
Si -32.609 -2.68 12.164
Si -29.888 0.051 12.145
Si -27.169 2.768 12.1
Si -29.894 5.489 12.136
Si -27.174 -8.115 12.105
Si -29.887 -5.398 12.139
Si -27.16 -2.68 12.097
Si -24.443 0.045 12.071
Si -21.741 2.763 12.04
Si -24.455 5.49 12.084
Si -21.742 -8.111 12.052
Si -24.438 -5.394 12.089
Si -21.731 -2.686 12.039
Si -19.037 0.039 12.033
Si -16.342 2.762 12.036
Si -19.027 5.49 12.04
Si -16.346 -8.117 12.014
Si -19.043 -5.393 12.028
Si -16.345 -2.677 12.021
Si -13.65 0.04 12.04
Si -10.932 2.742 12.039
Si -13.643 5.478 12.026
Si -10.941 -8.144 12.062
Si -13.647 -5.404 12.036
Si -10.954 -2.686 12.062
Si -8.231 0.016 12.091
Si -5.498 2.7 12.165
Si -8.219 5.437 12.105
Si -5.502 -8.174 12.141
Si -8.242 -5.424 12.101
Si -5.512 -2.728 12.146
Si -2.782 -0.025 12.224
Si -0.041 2.667 12.276
Si -2.775 5.403 12.211
Si -0.054 8.1 12.286
Si -2.778 -5.476 12.218
Si -0.06 -2.768 12.307
Si 1.303 1.312 13.665
Si 4.019 4.023 13.737
Si 1.29 6.729 13.655
Si 4.011 9.442 13.749
Si 1.28 -4.141 13.689
Si 4.014 -1.426 13.726
Si 6.739 1.279 13.786
Si 9.459 4.007 13.835
Si 6.736 6.724 13.813
Si 9.456 9.445 13.823
Si 6.734 -4.151 13.772
Si 9.463 -1.429 13.828
Si 12.158 1.289 13.849
Si 14.892 4.006 13.836
Si 12.191 6.733 13.837
Si 14.917 9.45 13.839
Si 12.156 -4.162 13.837
Si 14.872 -1.426 13.818
Si 17.627 1.313 13.816
Si 20.359 4.041 13.787
Si 17.617 6.733 13.81
Si 20.356 9.449 13.733
Si 17.617 -4.135 13.804
Si 20.352 -1.424 13.807
Si 23.067 1.327 13.762
Si 25.824 4.032 13.735
Si 23.104 6.749 13.749
Si 25.805 9.462 13.74
Si 23.088 -4.121 13.758
Si 25.828 -1.386 13.704
Si 28.565 1.366 13.72
Si 31.29 4.081 13.695
Si 28.532 6.765 13.714
Si 31.296 -6.821 13.673
Si 28.542 -4.108 13.68
Si 31.299 -1.355 13.676
Si 34.056 1.403 13.648
Si 36.782 4.097 13.631
Si 34.035 -9.527 13.645
Si 36.789 -6.797 13.645
Si 34.052 -4.059 13.656
Si 36.813 -1.327 13.634
Si 39.515 1.373 13.624
Si 42.247 4.09 13.625
Si 39.524 -9.503 13.643
Si 42.245 -6.793 13.634
Si 39.555 -4.058 13.622
Si 42.254 -1.346 13.601
Si 44.964 1.364 13.624
Si 47.648 4.064 13.62
Si 44.952 -9.522 13.625
Si 47.67 -6.813 13.598
Si 44.938 -4.094 13.585
Si 47.663 -1.377 13.604
Si 50.37 1.375 13.573
Si -44.844 4.1 13.572
Si 50.355 -9.537 13.6
Si -44.862 -6.8 13.596
Si 50.351 -4.091 13.601
Si -44.857 -1.353 13.575
Si -42.129 1.391 13.58
Si -39.404 4.12 13.567
Si -42.14 -9.498 13.594
Si -39.406 -6.751 13.562
Si -42.137 -4.068 13.549
Si -39.414 -1.324 13.549
Si -36.68 1.408 13.556
Si -33.953 4.139 13.548
Si -36.682 -9.482 13.556
Si -33.967 -6.783 13.532
Si -36.688 -4.041 13.56
Si -33.961 -1.326 13.543
Si -31.24 1.421 13.519
Si -28.519 4.124 13.482
Si -31.249 -9.468 13.509
Si -28.527 -6.771 13.491
Si -31.236 -4.044 13.515
Si -28.507 -1.327 13.472
Si -25.794 1.404 13.441
Si -23.09 4.112 13.421
Si -25.81 -9.469 13.462
Si -23.077 -6.757 13.452
Si -25.791 -4.032 13.457
Si -23.074 -1.329 13.409
Si -20.389 1.398 13.4
Si -17.686 4.12 13.417
Si -20.381 -9.468 13.408
Si -17.698 -6.761 13.388
Si -20.39 -4.043 13.417
Si -17.698 -1.329 13.406
Si -15.001 1.399 13.414
Si -12.299 4.1 13.38
Si -15.007 -9.481 13.381
Si -12.301 -6.767 13.406
Si -15.007 -4.036 13.396
Si -12.311 -1.316 13.419
Si -9.589 1.396 13.428
Si -6.867 4.075 13.491
Si -9.599 -9.518 13.433
Si -6.877 -6.791 13.448
Si -9.611 -4.045 13.435
Si -6.882 -1.346 13.459
Si -4.155 1.336 13.556
Si -1.414 4.048 13.584
Si -4.158 6.78 13.52
Si -1.443 9.466 13.597
Si -4.157 -4.089 13.514
Si -1.442 -1.378 13.616
Si -0.074 -0.04 14.997
Si 2.635 2.667 15.061
Si -0.071 5.37 14.995
Si 2.619 8.055 15.054
Si -0.112 -5.522 14.999
Si 2.639 -2.788 15.061
Si 5.35 -0.075 15.118
Si 8.082 2.629 15.168
Si 5.35 5.358 15.149
Si 8.084 8.094 15.181
Si 5.372 10.799 15.115
Si 8.079 -2.799 15.151
Si 10.792 -0.067 15.225
Si 13.503 2.668 15.201
Si 10.806 5.391 15.191
Si 13.568 8.078 15.204
Si 10.8 10.79 15.21
Si 13.487 -2.773 15.183
Si 16.236 -0.049 15.148
Si 18.993 2.701 15.16
Si 16.254 5.377 15.187
Si 19.014 8.108 15.113
Si 16.264 10.839 15.187
Si 18.985 -2.791 15.166
Si 21.72 -0.034 15.133
Si 24.453 2.688 15.093
Si 21.755 5.4 15.118
Si 24.469 8.088 15.122
Si 21.716 10.805 15.074
Si 24.483 -2.735 15.069
Si 27.19 -0.01 15.038
Si 29.917 2.755 15.076
Si 27.184 5.395 15.089
Si 29.919 8.142 15.018
Si 27.181 10.856 15.038
Si 29.915 -2.73 14.993
Si 32.657 0.074 14.972
Si 35.444 2.748 15.007
Si 32.673 5.452 15.014
Si 35.396 -8.157 14.979
Si 32.677 -5.432 14.979
Si 35.448 -2.682 14.964
Si 38.167 0.037 15.01
Si 40.873 2.738 14.968
Si 38.131 5.47 14.976
Si 40.902 -8.155 15.003
Si 38.201 -5.435 14.951
Si 40.907 -2.675 14.983
Si 43.614 -0.008 14.977
Si 46.304 2.714 15.02
Si 43.602 5.44 15.001
Si 46.33 -8.172 14.973
Si 43.591 -5.419 14.991
Si 46.303 -2.769 14.95
Si 49.036 -0.002 14.94
Si 51.735 2.726 14.94
Si 49.01 5.416 14.981
Si 51.706 -8.183 14.969
Si 49.017 -5.472 14.988
Si 51.71 -2.724 14.95
Si -43.501 0.015 14.93
Si -40.76 2.76 14.938
Si -43.508 5.451 14.967
Si -40.761 -8.117 14.926
Si -43.481 -5.434 14.93
Si -40.777 -2.706 14.897
Si -38.046 0.035 14.906
Si -35.303 2.771 14.912
Si -38.024 5.467 14.929
Si -35.312 -8.139 14.929
Si -38.036 -5.407 14.943
Si -35.304 -2.699 14.924
Si -32.595 0.055 14.884
Si -29.863 2.779 14.878
Si -32.59 5.513 14.91
Si -29.887 -8.123 14.88
Si -32.575 -5.441 14.871
Si -29.858 -2.674 14.854
Si -27.122 0.025 14.81
Si -24.432 2.754 14.806
Si -27.159 5.488 14.838
Si -24.448 -8.107 14.819
Si -27.143 -5.406 14.813
Si -24.407 -2.671 14.803
Si -21.719 0.02 14.771
Si -19.051 2.755 14.775
Si -21.726 5.477 14.763
Si -19.036 -8.108 14.783
Si -21.708 -5.404 14.822
Si -19.051 -2.683 14.789
Si -16.358 0.034 14.777
Si -13.652 2.78 14.77
Si -16.331 5.488 14.78
Si -13.675 -8.118 14.749
Si -16.375 -5.386 14.756
Si -13.674 -2.673 14.777
Si -10.97 0.066 14.777
Si -8.23 2.71 14.833
Si -10.953 5.417 14.773
Si -8.238 -8.151 14.777
Si -10.969 -5.403 14.788
Si -8.262 -2.679 14.795
Si -5.546 -0.031 14.877
Si -2.775 2.688 14.907
Si -5.515 5.429 14.868
Si -2.812 8.096 14.925
Si -5.528 -5.453 14.828
Si -2.847 -2.737 14.921
O 5.303 -5.022 -5.805
O 5.559 5.285 -6.154
O 3.209 0.071 22.993
O 3.844 3.082 24.833
O 0.114 2.127 25.387
O 4.101 7.471 23.314
O 9.306 7.364 23.529
O 2.738 -4.383 22.898
O -0.44 8.08 22.219
O 4.96 -2.917 22.316
O 5.984 4.05 23.393
O 6.764 -1.471 23.485
O 7.232 -5.308 25.08
O 8.63 1.066 23.115
O 3.271 -1.857 24.897
O 7.943 5.433 22.457
O 8.732 2.53 25.381
O 15.074 5.645 -4.002
O 6.466 -7.803 23.07
O 12.054 1.47 -5.382
O 10.339 -0.584 -4.721
O 14.451 -8.128 -3.567
O 15.793 -2.008 24.971
O 13.316 -0.218 22.079
O 14.571 1.26 23.642
O 10.875 -2.161 25.567
O 10.651 2.563 22.344
O 12.263 4.197 23.471
O 9.563 -6.514 24.496
O 11.12 7.765 25.344
O 13.628 -5.489 22.419
O 15.259 -3.501 22.993
O 9.646 1.88 -5.58
O 4.271 0.578 -1.087
O 1.357 -6.588 23.085
O -1.927 -6.497 -4.834
O 1.574 6.953 -0.957
O 2.249 7.211 -5.247
O 15.901 7.606 25.718
O 6.271 -2.937 -7.049
O 8.335 -7.961 -3.399
O 10.086 6.251 -3.455
O 12.759 -0.384 24.878
O 9.195 -4.142 23.552
O 9.464 -5.202 -5.667
O 8.46 -0.955 -2.986
O 5.86 4.079 -3.775
O 9.166 7.159 -1.178
O 8.032 -1.561 -5.606
O 12.12 -4.147 -1.301
O -0.453 2.832 -5.444
O 12.454 -7.647 23.359
O -3.428 -1.598 -3.898
O 1.468 -1.799 23.001
O 16.918 2.781 25.337
O 13.249 6.38 24.636
O 11.533 -6.632 -1.13
O 16.038 7.17 23.137
O 9.49 -3.102 -4.055
O 21.192 0.883 -3.654
O -2.668 5.793 25.252
O 0.152 -4.459 23.984
O 14.888 3.486 -2.536
O 2.735 2.544 -0.287
O 14.591 -5.458 -3.175
O 4.161 -4.859 -3.355
O 2.264 -5.368 25.222
O 17.169 1.217 -5.714
O 18.288 3.61 -6.408
O 5.883 -1.55 -0.82
O 6.714 0.661 -1.762
O 7.839 -5.719 22.179
O 8.418 3.751 -3.985
O 11.502 5.982 -5.593
O 7.108 -6.849 -1.426
O 7.36 2.751 -6.229
O 5.009 -0.919 -3.172
O 8.184 -2.329 25.578
O 1.324 0.011 24.778
O 13.059 2.09 25.658
O 18.965 7.192 -6.362
O 10.252 0.308 24.954
O 2.914 -2.563 -3.099
O 16.32 -0.128 -0.215
O 14.372 1.441 -0.987
O 39.835 6.136 -5.806
O 37.618 7.996 25.569
O -33.705 -2.615 22.809
O 28.696 -7.035 -4.548
O 1.193 5.857 -3.221
O 2.548 -7.039 -0.548
O 17.676 -7.696 -0.693
O 14.651 -3.571 -0.984
O 3.625 -3.767 -0.938
O 32.795 1.395 -5.893
O 7.54 5.956 -2.893
O -8.121 5.653 -3.195
O 9.197 1.237 -1.56
O 7.246 3.752 -1.509
O 4.109 7.262 -1.237
O 5.57 5.36 -0.357
O 2.672 0.081 -3.298
O 5.397 -5.459 -0.146
O 15.874 -3.276 -4.181
O 8.067 -2.874 -0.205
O 10.985 -0.08 -0.265
O 45.898 5.038 22.157
O -20.382 7.984 -3.328
O 10.919 5.356 -0.336
O 12.68 6.21 -3.192
O -0.83 6.219 -1.294
O 13.444 -8.132 -0.25
O 9.655 -4.758 -1.008
O -21.169 -1.536 23.028
O 38.601 2.89 -3.69
O -1.13 -0.311 25.515
O 19.329 1.754 24.533
O 22.955 2.715 -6.472
O 18.999 0.014 22.027
O 21.108 1.571 22.763
O 19.005 5.226 22.406
O 17.001 3.503 22.886
O 21.041 6.264 23.67
O 27.475 -6.946 23.162
O 19.172 -5.237 22.024
O 17.821 -6.788 23.386
O 22.701 -1.911 23.07
O 29.052 4.601 -6.776
O 22.632 -7.413 25.788
O -5.582 2.683 22.172
O 20.759 -1.745 -1.966
O 29.371 1.979 25.116
O 25.825 -1.443 -5.463
O 24.623 5.416 22.021
O 43.314 -6.065 -3.786
O 27.34 2.496 -2.823
O 23.493 6.95 24.197
O 26.233 3.822 -4.751
O 22.862 4.383 23.504
O 13.839 3.424 -4.944
O 31.502 4.493 -5.941
O 30.059 -0.054 22.184
O 31.639 1.972 22.865
O 28.646 -2.216 22.891
O 28.474 3.554 23.153
O 29.965 5.363 22.01
O 32.685 8.053 25.272
O 25.1 -7.369 24.492
O 26.325 7.057 23.072
O 31.701 -4.564 22.889
O 32.823 -2.564 21.951
O -38.475 -2.583 -3.984
O 27.809 0.165 -6.006
O -21.538 -2.864 25.319
O 20.507 0.71 -0.978
O 27.366 7.836 25.276
O 20.558 8.037 -4.416
O 17.772 4.759 -1.117
O 21.819 1.249 25.337
O 22.522 5.375 25.953
O 27.731 -0.897 -3.616
O 24.16 7.92 -3.113
O 20.212 -7.061 24.864
O -38.114 6.47 -6.18
O 26.158 6.234 -3.369
O 26.69 -3.901 23.079
O 24.621 -5.373 22.291
O 25.008 -6.388 -5.862
O -46.286 -5.538 22.099
O 19.396 4.966 -3.22
O 25.222 6.846 -0.993
O 20.689 -3.366 -5.345
O 29.925 -2.451 -3.371
O 17.254 -4.174 24.527
O 31.349 6.927 23.382
O -30.15 -1.526 26.092
O 34.105 1.497 23.517
O 32.815 -5.194 -6.392
O 26.445 -7.561 -2.265
O -11.517 0.106 -6.025
O 27.542 3.926 25.513
O -12.074 -7.154 24.611
O 34.238 -2.824 -7.074
O -3.955 -6.082 -1.337
O 13.537 -7.63 25.808
O -14.094 -2.963 25.059
O 30.106 0.111 -2.886
O 17.799 6.952 -2.689
O 28.532 -4.548 -5.434
O 24.276 0.371 25.495
O 20.513 -5.562 -4.084
O -40.144 0.388 25.194
O 29.548 7.116 -5.945
O 37.473 0.6 -4.665
O 18.92 2.605 -0.103
O 20.711 2.944 -2.207
O 22.826 -7.021 23.205
O 24.63 2.761 -3.126
O 27.19 6.035 -5.715
O 19.784 6.552 -1.111
O 23.82 -6.865 -0.974
O 22.482 -1.305 -3.994
O 24.254 -5.79 -3.394
O -31.025 3.997 23.383
O 23.213 -1.639 -1.491
O 22.866 1.407 -1.704
O 28.902 3.769 -1.134
O 28.919 -3.846 24.801
O 20.219 -6.86 -6.539
O 33.73 -7.563 -4.787
O -16.641 -2.836 25.482
O -14.815 -0.886 -5.327
O 30.888 -6.911 -5.823
O -2.607 6.643 22.857
O -22.207 5.255 -6.421
O 29.959 2.715 -3.252
O 32.713 -0.117 -0.134
O 31.059 1.705 -1.074
O -14.47 -6.618 -1.821
O -10.274 -2.056 -6.951
O 21.516 -2.602 25.337
O 32.218 -3.636 -3.775
O 11.453 3.932 -4.037
O 32.658 -5.517 -0.239
O 31.074 -3.746 -1.325
O 18.22 -1.777 -1.049
O -34.416 1.605 -1.48
O -27.512 5.223 -5.313
O 19.707 -3.953 -1.058
O 25.332 1.69 -0.909
O 23.689 3.767 -0.915
O -12.026 -1.466 -2.619
O 21.784 5.329 -0.08
O 38.112 2.744 22.176
O 22.759 -5.015 -5.352
O 21.705 -5.494 -0.175
O -19.848 -1.572 -1.701
O 24.598 -3.111 -0.125
O 27.124 -0.023 -0.138
O 45.259 -1.956 -6.116
O 30.987 -6.819 23.86
O 34.679 -0.948 22.773
O 27.106 5.325 -0.121
O -1.414 -1.552 -2.255
O 14.801 6.499 -1.507
O 29.945 8.008 -0.241
O 26.127 -5.15 -0.914
O 28.403 -6.401 -1.062
O -10.703 5.153 -5.141
O 44.902 -6.403 -1.677
O 35.93 -5.999 -5.025
O 35.596 -7.641 -3.054
O 36.569 0.853 23.02
O 46.846 7.956 -6.258
O 35.399 5.611 22.227
O 33.476 3.943 22.919
O 36.968 7.651 23.036
O 43.562 7.98 22.003
O 40.546 -0.086 22.399
O 33.098 -6.902 22.416
O -29.314 5.616 24.639
O 42.118 -1.378 24.104
O -28.413 -3.266 25.587
O 43.81 -2.958 25.344
O 39.886 0.624 -3.388
O -25.624 3.57 -1.155
O 41.736 2.858 25.669
O 44.924 4.366 -5.671
O 40.867 -5.3 22.023
O 42.103 -7.004 24.136
O -42.873 -3.586 -5.543
O -3.76 4.344 23.134
O -48.72 2.162 25.318
O 39.144 2.652 25.193
O 46.27 -0.098 22.206
O 4.998 -6.764 24.898
O 46.884 0.66 25.492
O 48.892 -5.394 -6.03
O 47.698 -7.168 24.821
O -48.288 -3.812 -2.799
O 43.7 -5.535 25.738
O -0.138 6.686 25.967
O -48.911 -2.891 22.15
O 3.535 0.653 -6.91
O -33.081 1.309 -6.043
O 38.224 -5.154 -6.01
O 36.966 0.074 -0.041
O 19.314 -7.131 -2.474
O 32.533 2.964 25.073
O 34.075 6.618 -2.253
O -26.984 -3.044 -5.639
O -6.953 7.207 -1.423
O 48.578 0.965 -3.692
O 48.635 5.47 -4.427
O 37.193 4.444 25.411
O 39.214 7.648 -3.594
O 43.569 5.403 -3.546
O 44.51 -1.805 23.098
O 42.687 -3.722 23.078
O 45.696 -2.859 -3.613
O 41.167 0.325 -5.796
O -38.941 -0.083 -3.513
O 41.837 6.481 -1.621
O 39.495 -2.862 -5.512
O -29.34 6.997 -1.071
O -45.156 -2.316 -6.083
O -31.838 -8.092 -6.291
O -10.207 -6.837 -4.314
O -42.668 0.775 24.325
O -19.038 -5.47 22.064
O -42.478 -5.069 -3.281
O -43.104 7.081 -5.724
O -8.028 5.725 22.101
O -15.639 4.006 -1.503
O -39.144 4.464 24.05
O -28.866 5.397 -3.015
O 44.589 2.799 26.014
O -44.726 0.246 -5.943
O -43.491 -2.71 -3.12
O 33.3 -5.773 24.691
O -44.232 -7.509 24.967
O -46.107 -2.499 -3.426
O 33.53 4.251 -1.225
O 21.966 -7.085 -2.639
O 47.291 -3.471 -5.649
O -40.242 4.798 -6.243
O -29.809 0.061 21.872
O -5.911 7.895 22.074
O -22.267 3.748 24.86
O -45.216 4.347 -6.289
O 35.295 2.442 -0.254
O 37.681 0.973 -2.172
O -25.316 -5.787 -3.769
O 41.189 2.869 -3.264
O 41.646 6.985 -4.174
O -19.754 -6.938 -5.643
O 39.512 -7.172 -1.427
O -14.305 -7.243 23.093
O 44.842 -4.446 -5.531
O 44.535 6.957 -5.46
O 26.746 0.949 26.211
O 38.974 -1.223 -1.191
O -47.467 -6.154 -1.591
O 45.116 3.583 -1.466
O 39.871 5.173 -3.405
O -13.191 5.402 -5.886
O -24.496 4.735 25.582
O -35.706 -3.063 -3.43
O 22.95 5.221 -5.604
O -9.176 3.365 -4.022
O 36.36 7.199 -1.105
O 39.12 -6.153 25.821
O 47.13 2.055 -0.885
O 43.829 0.104 -5.696
O -11.783 7.537 -4.999
O 48.832 0.132 -0.364
O 47.863 6.483 -1.957
O 42.466 0.447 -3.542
O 33.352 6.223 -5.554
O 37.413 6.064 -6.69
O -28.563 -1.225 -2.656
O -32.601 0.055 -0.443
O 34.278 -7.484 -0.871
O -10.713 0.535 -3.605
O -21.114 7.015 24.652
O 34.887 -1.777 -0.242
O 36.53 -1.423 -2.215
O -21.355 -3.83 -3.341
O 34.2 -2.874 -2.384
O 32.2 5.212 -3.388
O 39.596 3.605 -1.316
O -45.039 -4.74 -4.985
O 37.995 5.386 -0.3
O -7.026 -0.054 -6.275
O 41.561 -4.318 -4.764
O 36.287 -3.807 -1.138
O 37.935 -5.518 -0.246
O -26.022 4.328 23.356
O 40.892 -2.947 -0.372
O -34.619 0.97 -4.038
O 1.026 4.351 -1.127
O -44.829 0.725 25.822
O 46.132 5.836 -3.8
O 43.612 5.359 -0.265
O 47.503 3.971 -2.591
O 31.766 6.218 -1.003
O 41.944 -6.542 -6.021
O 30.039 -5.067 -3.352
O -34.714 3.315 23.849
O 47.11 -2.882 -1.328
O 43.923 2.98 22.236
O -47.842 4.241 -6.304
O -6.347 4.61 25.811
O -3.367 6.662 -4.904
O -45.061 1.229 23.219
O -46.168 5.356 22.207
O -47.611 3.513 23.337
O -44.344 6.955 23.14
O -38.009 -8.153 22.018
O -15.233 2.128 24.794
O -48.282 -6.929 23.062
O -32.66 -0.773 -4.447
O -38.776 -2.585 24.993
O -42.712 -2.726 22.819
O -48.312 -1.369 -4.05
O -41.906 -1.432 25.503
O -39.945 2.031 23.036
O -18.808 -0.871 -6.227
O -39.798 6.772 23.139
O -37.13 -6.91 -1.388
O -36.748 1.05 -2.548
O -42.404 -6.67 23.323
O -24.288 5.575 21.96
O -39.18 1.534 -1.537
O -43.402 2.737 21.988
O 38.835 -1.981 22.711
O -37.195 -1.59 23.033
O -35.49 0.005 21.838
O -5.707 6.741 -3.681
O -33.702 3.919 -5.674
O -37.861 2.72 21.869
O -31.66 -6.444 23.174
O -34.394 5.916 23.247
O -34.789 -0.783 -6.017
O -38.304 6.702 25.387
O -34.66 -4.979 22.69
O -27.758 1.274 22.868
O -43.92 -3.304 25.298
O 26.914 -3.299 -7.054
O 14.789 4.133 24.206
O -44.574 1.399 -1.3
O -41.683 -7.908 25.516
O -32.337 -8.132 25.216
O -17.944 -5.087 25.37
O 46.562 4.255 25.276
O -38.63 -6.461 -5.868
O -39.194 -3.732 -1.649
O -44.165 4.824 -3.815
O -43.953 0.22 -3.483
O -37.886 -7.503 -3.706
O -30.364 -0.741 -5.667
O -35.117 -5.484 25.284
O -38.905 -3.54 22.667
O -27.611 7.061 22.561
O -39.949 -1.176 -5.721
O -44.411 -1.144 23.967
O -38.992 7.542 -1.573
O -33.475 1.275 24.83
O -45.95 6.861 25.239
O -40.494 7.149 -5.231
O -48.397 -2.829 25.085
O -36.606 -6.461 23.28
O 48.599 -6.072 -3.473
O -47.096 -1.423 23.153
O 40.243 7.791 25.245
O -35.616 5.09 25.533
O -39.165 -5.135 -3.744
O -36.652 4.771 23.01
O -2.09 2.921 -3.204
O -40.709 2.917 25.33
O -44.399 6.405 -1.617
O -30.232 7.824 23.715
O -15.422 -5.095 26.021
O -19.413 3.033 -3.385
O -9.537 3.382 -6.656
O -32.631 7.609 22.611
O -5.735 0.172 24.566
O 12.786 3.591 -0.982
O 0.072 0.418 -3.261
O -44.867 -1.215 -1.49
O -42.245 6.442 -3.283
O -41.53 4.167 23.031
O -28.17 -0.576 -7.079
O -26.103 -7.222 23.034
O -46.515 2.989 -0.468
O -17.506 7.54 22.961
O -40.64 -5.359 22.044
O -42.677 4.48 -1.571
O -21.042 -1.604 -4.992
O -15.045 -1.615 22.981
O -16.236 5.367 -3.721
O -5.768 -2.411 25.037
O -28.499 -5.196 -4.806
O -44.685 2.455 -4.599
O -31.985 -2.816 -5.9
O -42.488 -0.321 -1.251
O 1.343 4.751 -5.495
O -36.117 4.444 -1.43
O -46.714 -1.051 25.753
O -20.854 3.54 -1.298
O -36.697 -3.913 24.052
O -34.919 5.092 -3.619
O -1.653 -2.944 25.192
O -19.09 -2.671 24.76
O -20.582 5.752 -4.56
O -0.51 4.538 24.662
O 31.043 0.178 26.236
O -7.216 2.38 24.945
O -40.785 5.942 25.438
O -7.927 -8.153 -3.708
O -23.62 -1.794 24.141
O 24.354 -0.159 22.182
O -28.712 3.12 24.29
O 35.229 -5.374 21.989
O -35.771 5.389 -6.055
O 1.263 3.356 23.306
O -13.289 0.962 -4.258
O -32.69 -5.375 -0.525
O 16.154 -3.966 -6.61
O -47.642 -1.65 -1.486
O -14.202 -2.215 -1.326
O -42.096 -7.425 -4.169
O -21.819 7.849 -5.521
O -29.117 -3.597 -1.65
O -40.953 2.906 -0.414
O -37.975 -0.687 -1.061
O -33.201 0.053 22.755
O 0.416 -3.453 -6.256
O 7.763 1.305 -3.958
O -45.283 -3.761 -1.346
O -43.54 -5.293 -0.315
O -10.759 -0.653 25.6
O -40.993 -2.425 -0.492
O 33.641 3.583 -4.732
O -29.314 1.609 -6.377
O -9.583 -8.156 24.629
O -12.754 -6.434 -3.909
O -38.151 5.483 -0.295
O 21.631 7.217 -6.678
O 30.635 2.316 -7.104
O -35.221 -8.016 -0.189
O 21.232 3.569 -4.588
O 20.052 -0.927 -5.063
O 35.485 -0.967 -5.518
O 29.013 -4.95 22.462
O -27.817 -7.667 -5.568
O -12.007 -6.609 -6.397
O -10.014 -1.33 23.181
O 38.191 -6.296 -3.639
O -29.674 5.552 21.874
O -32.879 -1.278 24.957
O -3.395 -1.385 -6.516
O -22.196 7.155 22.366
O -42.364 -7.111 -1.604
O 13.921 -4.488 -5.519
O -12.408 -3.936 -1.823
O -24.278 0.187 21.995
O -25.913 -2.946 24.961
O -26.367 -5.423 -6.234
O -9.721 3.782 22.913
O -22.451 1.781 23.036
O -14.61 -7.173 -6.703
O -17.423 -1.284 -2.785
O -23.634 1.586 -1.441
O -7.329 6.964 25.24
O -2.365 0.555 -5.166
O -23.098 -7.533 24.126
O -20.812 1.66 25.155
O -1.085 7.632 -3.847
O -0.81 0.981 23.236
O -19.105 0.054 22.24
O -17.248 1.751 23.064
O -36.429 -2.974 -5.985
O -20.448 3.445 23.063
O -19.037 5.484 22.166
O 28.336 4.801 -3.569
O -22.467 -3.824 22.98
O -19.188 5.416 25.796
O -11.994 2.33 22.739
O -17.38 -3.768 23.118
O -12.736 -2.233 -6.202
O -7.991 -6.683 -6.394
O 44.663 -6.664 23.549
O -27.953 1.017 -1.462
O 0.771 -7.003 -4.814
O -31.355 0.702 25.949
O -44.922 -7.274 -5.787
O -26.45 1.92 24.971
O -36.541 6.919 -2.438
O -16.512 -7.302 24.961
O 12.837 -1.66 -1.096
O -27.644 -3.864 23.126
O -25.128 7.944 -3.6
O -23.188 6.165 -4.104
O -4.038 4.714 -3.253
O -6.892 1.476 -1.43
O 17.516 -2.069 22.983
O -25.126 -1.268 -5.361
O -27.021 3.533 -3.388
O -23.629 7.069 -1.633
O 39.614 4.998 26.213
O 37.572 -2.034 25.008
O -25.257 -0.321 25.517
O -31.312 -1.75 22.839
O -20.706 -7.172 23.059
O -45.081 -3.594 23.083
O 43.823 -8.118 25.729
O -15.708 -0.153 -1.078
O -20.938 3.128 -5.44
O -21.805 -6.283 -3.885
O -16.801 6.302 25.12
O -17.678 5.39 -6.079
O -34.903 -0.883 -2.227
O -6.319 -4.687 -6.107
O -14.051 7.776 -3.528
O -14.64 -0.395 25.299
O -21.927 1.98 -3.367
O -29.975 -7.174 -4.002
O -46.951 -6.271 -4.437
O -30.991 4.882 -1.426
O -18.226 6.978 -4.101
O -19.027 -8.094 -0.79
O -17.72 1.153 -1.797
O 12.805 1.948 -3.003
O -25.595 6.752 24.214
O -15.223 1.66 -5.955
O -26.705 0.276 -3.78
O -29.789 2.748 -0.597
O -36.641 -5.234 -4.539
O -24.405 -5.432 22.141
O -9.628 5.788 25.77
O 20.574 -0.639 24.016
O -29.378 3.49 -4.652
O -25.514 -7.025 -1.418
O -24.474 -3.903 -5.326
O -11.226 -3.092 21.857
O -12.617 5.62 -3.385
O -6.396 0.967 -3.981
O -26.181 -0.944 -1.543
O -2.202 -4.012 -5.408
O -15.448 -6.554 -4.322
O -25.501 1.29 -5.941
O -23.535 -5.397 25.566
O -27.011 -5.37 25.265
O -1.003 6.788 -6.284
O -10.011 -5.528 24.651
O 13.996 5.671 22.274
O -19.903 0.779 -4.515
O 35.303 7.587 -6.564
O -19.44 5.485 -2.295
O 20.464 -3.195 23.028
O -4.404 -6.857 25.718
O -18.112 -3.534 -1.57
O 13.436 -3.068 -3.267
O -20.566 -5.956 -1.629
O 47.822 1.684 23.189
O -17.159 6.301 -1.408
O -1.145 0.831 -1.091
O -28.779 0.61 25.268
O -31.159 -7.09 -1.671
O -16.337 -5.256 -0.713
O -19.101 -2.925 -3.948
O -30.803 -1.647 -1.27
O -11.457 4.043 24.777
O -25.368 5.489 -2.889
O -34.179 6.279 -1.397
O 34.072 -5.421 -3.277
O -15.84 0.719 -3.573
O 7.614 0.15 25.349
O -27.287 5.476 -0.388
O -4.079 -5.17 -3.761
O 37.08 -6.184 24.207
O -18.369 3.394 -0.926
O -27.319 -5.313 -0.636
O 18.829 2.543 -4.092
O -24.492 -2.784 -0.78
O -21.727 0.037 -0.665
O -8.86 -4.142 -6.12
O -48.705 -7.881 -5.356
O 26.159 0.801 23.659
O -21.992 5.538 -0.362
O -48.549 5.04 -0.513
O 46.11 1.854 -3.254
O -46.567 0.663 -3.991
O -22.92 -4.857 -1.629
O -30.624 -2.455 -3.689
O -17.364 3.731 24.785
O -46.546 3.651 25.825
O 36.642 -3.404 22.949
O -33.909 -3.341 -1.539
O 26.208 -1.429 25.31
O 3.489 -6.742 -5.071
O -13.713 5.425 21.892
O -15.564 3.773 22.826
O -12.322 7.255 22.949
O -42.763 -5.555 25.802
O 7.102 4.775 26.021
O -13.741 0.346 21.949
O -46.105 -8.151 -0.652
O -44.509 -6.703 -3.281
O 9.533 -4.4 26.116
O -6.878 -4.704 25.634
O 39.194 4.655 23.527
O -7.486 0.929 22.786
O -10.196 1.711 24.46
O 16.978 5.33 24.813
O -37.736 -0.575 26.139
O -4.558 2.178 -2.605
O -10.484 -7.017 22.521
O -4.684 1.095 -6.096
O -4.977 6.318 24.28
O -2.963 3.084 -5.651
O -1.114 -1.719 -5.138
O -4.983 -1.633 22.698
O -2.875 -0.169 22.056
O -12.593 -1.2 23.835
O 18.955 -2.818 -3.371
O -3.961 -6.884 23.137
O -0.467 -6.288 -2.674
O 4.3 2.972 -5.605
O -4.632 -4.646 24.294
O 2.594 5.445 22.429
O 5.858 7.032 25.222
O -0.331 -2.782 21.64
O -1.421 5.039 -4.448
O -6.688 2.642 -5.94
O -27.865 7.943 24.881
O -11.685 0.761 -1.236
O 27.393 -5.26 -3.178
O 22.272 0.251 -6.076
O -14.624 6.232 -1.672
O 47.428 4.197 -6.441
O -3.773 -1.113 -1.329
O 1.699 -4.789 -2.353
O 48.216 -5.158 -0.98
O -6.775 3.461 -3.033
O -36.234 -2.609 -0.847
O -11.221 -3.162 24.741
O 32.336 1.624 -3.357
O -6.843 -3.857 23.111
O 25.106 -3.888 -5.164
O -23.549 3.045 -6.047
O -5.322 4.946 -5.529
O 16.447 3.514 -4.648
O -3.236 3.704 -0.965
O 2.498 -7.876 -2.989
O -13.937 7.301 25.026
O 6.181 2.424 25.467
O -18.81 7.945 25.325
O -26.979 5.237 25.816
O 42.066 -1.852 -4.898
O -42.68 3.78 -5.812
O -17.211 -6.695 -6.297
O -3.287 -3.518 -2.012
O -0.741 -4.033 -1.312
O 34.837 -3.41 -4.744
O 46.476 0.175 -5.182
O -13.826 -2.907 -3.876
O -38.286 1.956 26.18
O -10.694 5.491 -0.602
O -20.405 -0.698 26.16
O -25.312 -7.289 25.739
O 16.035 -1.247 -5.867
O 20.87 4.263 -7.013
O 36.906 -2.941 -6.428
O 1.679 2.413 -4.108
O -41.042 -0.782 22.992
O -20.853 -4.022 -5.935
O -36.08 1.308 25.04
O -34.342 -7.23 -5.786
O -13.523 2.63 -0.674
O -8.447 -5.495 21.942
O -9.161 -3.516 26.177
O -33.553 6.597 -5.25
O -37.381 -0.658 -5.536
O -9.051 -6.753 -1.88
O -31.02 6.937 -3.033
O 28.809 -1.568 -1.269
O 29.117 -2.121 -6.256
O -16.065 7.398 -5.464
O -9.647 -0.897 -1.61
O -24.074 -6.596 -5.924
O 5.157 1.693 23.024
O 5.664 -1.66 25.899
O 47.74 6.07 23.46
O -30.456 3.737 26.077
O 41.439 1.286 -1.26
O -29.659 -5.237 22.163
O 3.435 -1.391 -5.348
O 24.23 7.502 -6.404
O 44.702 -6.982 -6.464
O 1.334 0.227 -5.501
O 17.961 -6.375 25.902
O 30.058 7.954 25.589
O 0.895 -1.02 -1.189
O 0.102 0.012 0.964
O -48.344 7.564 25.754
O 34.826 1.241 -4.204
O -2.173 -4.092 22.826
O 37.192 -4.321 26.194
O 10.717 -5.299 -3.316
O -26.006 -1.264 23.097
O 0.374 -5.671 0.077
O -48.383 -5.381 25.236
O 43.451 0.006 -0.289
O 43.68 7.887 -2.688
O 38.808 -4.179 24.14
O 42.538 1.159 23.344
O 8.085 -5.328 -3.44
O -8.889 3.784 -1.456
O 35.133 -7.824 24.681
O 22.152 -3.683 -3.116
O -7.962 -5.559 -4.08
O -3.457 -1.086 24.675
O 40.794 -6.552 -3.61
O -10.813 -5.46 -0.571
O 44.797 -1.844 -1.35
O -7.842 -2.657 -0.759
O -5.377 0.081 0.065
O 46.762 -0.651 -2.681
O -21.116 0.402 -6.734
O 47.795 -5.011 23.184
O -5.238 5.416 -0.449
O -8.303 0.069 25.202
O 3.619 5.195 -4.308
O -2.49 -8.157 -0.532
O 25.967 1.012 -4.464
O 18.267 7.491 24.753
O 48.801 6.406 -6.928
O -30.84 -4.12 26.224
O -12.33 7.383 -1.459
O -23.991 2.13 25.949
O -43.374 6.409 25.561
O -40.941 -3.119 -3.682
O -3.934 -5.706 -6.297
O 39.709 -7.356 23.028
O 16.76 -6.986 -3.061
O -11.435 2.59 -5.082
O 30.193 4.414 25.056
O -48.84 4.801 25.281
O -48.243 0.58 -5.965
O -48.942 -0.329 24.502
O -13.262 -5.144 21.955
O 17.219 0.216 24.752
O -5.807 -4.276 -1.658
O 16.264 -5.513 -0.155
O 35.371 -0.102 25.135
O 37.672 -7.761 -5.78
O -32.637 -5.112 -6.957
O 15.648 -6.386 -5.314
O 30.414 0.102 -5.785
O -34.268 -4.058 -5.338
O -2.247 -5.569 24.833
O 1.914 2.639 -6.745
O -24.068 0.535 -3.846
O -32.61 -7.573 -3.874
O 47.178 6.692 25.855
O 35.984 1.468 -6.498
O 4.892 -4.055 25.126
O -27.487 -7.084 -3.126
O 41.473 6.934 23.05
O 8.749 8.06 26.187
O 14.963 0.238 26.037
O 5.93 -6.724 -3.853
O -24.382 3.089 -3.389
O 11.246 -1.505 23.114
O -0.194 -3.881 -3.803
O 45.621 -7.362 -4.066
O -31.342 3.264 -6.427
O 18.142 -2.676 -5.721
O -15.133 -3.321 -6.185
O 43.028 -5.01 -0.486
O 40.59 0.517 25.001
O 1.824 4.156 25.847

Results
total energy: -609917.093 eV
total energy less fixed offsets of O -438.25, Si -107.07 eV per atom: 2.107 eV

Forces (eV/angstrom) on atoms 1817 to 2490 of the 3024, counted in the order above; the others are left out for length: element, x, y, z
Si -0.008 0.004 0.001
Si -0.002 -0.004 0
Si -0.001 0.004 0
Si 0.009 -0.01 -0.004
Si 0.007 0.003 0.004
Si -0.009 -0.004 -0.007
Si -0.001 -0.003 -0.001
Si -0.002 0.005 -0.004
Si 0.003 0 -0.006
Si 0.003 -0.002 -0.001
Si -0.007 0 -0.004
Si 0 0.007 -0.003
Si 0 0.006 0
Si 0.002 0.006 -0.006
Si 0.008 -0.002 -0.002
Si -0.001 0.01 0.001
Si 0.006 0.008 -0.004
Si -0.006 0.014 -0.008
Si 0.002 0.002 -0.012
Si 0.005 -0.011 -0.003
Si 0.001 -0.01 -0.001
Si -0.001 -0.008 0.004
Si -0.011 0.006 0.002
Si -0.009 0.004 0.007
Si -0.006 0.01 0.012
Si 0.009 0.003 -0.001
Si -0.005 -0.001 -0.004
Si -0.007 -0.003 -0.003
Si -0.011 -0.005 0.001
Si 0.006 0.008 0
Si 0.012 0.009 0.001
Si 0.012 -0.001 -0.002
Si 0.001 0.004 -0.005
Si 0.001 0.01 -0.005
Si -0.001 -0.002 -0.005
Si 0 -0.001 -0.003
Si -0.004 -0.001 0.004
Si 0.006 0.001 0.003
Si -0.004 0.006 -0.003
Si 0.005 -0.004 0.002
Si 0.002 0.003 -0.005
Si -0.01 0.006 0
Si 0 -0.012 -0.003
Si -0.011 0.007 -0.002
Si -0.001 0.005 0.006
Si -0.004 0.005 -0.001
Si -0.003 0.011 -0.001
Si -0.002 -0.001 -0.004
Si 0.003 -0.006 -0.003
Si -0.004 -0.004 -0.008
Si 0.006 0.006 -0.001
Si 0.01 0.01 -0.008
Si 0.003 -0.008 -0.003
Si 0 0.005 -0.003
Si -0.002 0.009 -0.002
Si 0.005 0 -0.01
Si -0.005 -0.009 0.004
Si -0.012 -0.005 0.006
Si -0.008 -0.018 -0.005
Si -0.001 -0.008 0.005
Si -0.017 0.012 -0.003
Si -0.009 0.014 0.002
Si -0.003 0.001 0.002
Si 0 -0.001 0
Si 0 0.005 0.005
Si -0.003 0.01 0.001
Si 0.011 0.006 -0.002
Si -0.007 -0.007 -0.003
Si -0.001 0.004 0.009
Si 0.011 -0.007 -0.004
Si -0.003 -0.004 0.002
Si 0.011 0.007 0.001
Si -0.006 -0.003 -0.002
Si -0.008 -0.001 -0.005
Si 0.004 -0.005 -0.003
Si 0.01 0.007 -0.008
Si -0.003 -0.004 -0.003
Si -0.005 0.003 0.006
Si 0.005 0.003 -0.009
Si 0.001 -0.007 -0.003
Si 0.003 -0.005 -0.003
Si -0.004 -0.005 -0.003
Si 0.011 -0.008 0
Si 0.002 -0.004 0
Si 0.007 0.019 -0.006
Si 0.008 0.003 -0.001
Si -0.011 0.001 0.003
Si 0.02 0.015 0.002
Si -0.003 -0.003 0.004
Si -0.012 -0.017 -0.008
Si 0.006 -0.006 0.006
Si -0.002 -0.003 0.003
Si 0.007 -0.001 0.003
Si -0.003 0.005 0.006
Si -0.003 0.005 -0.002
Si -0.001 -0.014 0.001
Si 0.009 0 0.001
Si -0.008 -0.004 -0.002
Si 0 0.011 0
Si -0.007 -0.005 0.003
Si -0.001 -0.008 0.006
Si 0.009 -0.004 0
Si 0.011 0.012 0.002
Si -0.015 -0.003 -0.006
Si -0.003 0.003 0.002
Si -0.002 -0.001 0.007
Si 0.003 0.012 0.004
Si 0.003 -0.006 0.002
Si -0.004 -0.006 0.002
Si 0.002 0.005 0.005
Si 0.007 0.006 0.003
Si 0.001 0 -0.004
Si 0.012 0.008 0
Si -0.007 -0.005 -0.001
Si 0.001 -0.003 -0.003
Si -0.002 -0.008 -0.001
Si -0.004 -0.003 0.003
Si -0.001 -0.007 0.004
Si 0.002 -0.008 0.007
Si 0.018 0.011 0.001
Si 0.007 -0.006 0.006
Si -0.008 -0.002 0
Si -0.003 -0.015 0
Si 0.001 0.001 0.003
Si 0.013 -0.002 0.008
Si 0.003 0.001 0.004
Si -0.006 0.014 0.006
Si -0.004 -0.008 0.001
Si -0.002 0.007 -0.001
Si -0.011 0.006 -0.004
Si 0.005 -0.007 -0.011
Si 0.007 -0.004 0.011
Si -0.012 0 0.007
Si -0.012 0.008 -0.002
Si 0.007 -0.007 0.003
Si 0.008 -0.008 0.003
Si 0.008 -0.004 0.011
Si -0.009 0.011 0.001
Si -0.015 0.007 -0.003
Si -0.002 -0.004 -0.001
Si 0.008 -0.004 0.006
Si 0 0.002 0.008
Si 0.003 -0.008 0.002
Si 0.003 0 -0.002
Si 0.003 0.004 -0.002
Si -0.005 0.004 -0.003
Si 0.008 -0.017 0.007
Si -0.021 0.011 -0.003
Si 0.005 0.011 0
Si 0.003 -0.003 -0.009
Si 0.004 -0.008 0.001
Si 0.011 -0.008 0.001
Si -0.005 0.004 0.004
Si 0.003 -0.006 0.001
Si 0.012 -0.005 0.003
Si -0.001 -0.002 0.006
Si -0.002 -0.003 0.007
Si 0 -0.008 -0.001
Si 0 -0.003 0.01
Si 0.012 0.005 0.01
Si 0.009 0.007 0.004
Si 0.009 -0.002 0.001
Si 0.008 0.005 0.003
Si 0.009 -0.005 0.006
Si -0.012 -0.001 0.002
Si -0.009 -0.001 -0.001
Si 0.006 -0.001 -0.007
Si -0.008 0.015 0.006
Si -0.003 -0.003 -0.002
Si 0.003 -0.008 0.004
Si 0.006 0.003 0
Si -0.003 -0.011 0
Si 0 -0.004 0.008
Si 0 0.006 -0.001
Si 0.007 -0.01 -0.001
Si -0.007 -0.003 -0.008
Si -0.008 -0.004 0.003
Si -0.009 0.003 0.003
Si -0.008 0.004 0.001
Si 0.005 -0.01 0.005
Si -0.001 0.017 -0.004
Si 0.019 -0.012 0.007
Si -0.006 -0.003 0.002
Si -0.003 -0.005 -0.001
Si -0.003 0 0.003
Si -0.005 0.009 0.009
Si -0.003 0.007 0.005
Si 0.004 0.006 0.01
Si -0.005 -0.003 0.01
Si 0.012 -0.016 0.004
Si 0.003 -0.003 0.013
Si -0.013 0.005 -0.004
Si 0.007 0.002 -0.003
Si -0.007 0.001 0
Si -0.002 0.008 0.005
Si -0.014 -0.002 0.003
Si -0.002 0.003 0.003
Si 0.016 -0.005 -0.004
Si -0.01 -0.006 0.006
Si 0.007 0.004 -0.001
Si -0.012 0.008 0.001
Si -0.003 -0.01 0.002
Si 0.002 0.01 -0.004
Si -0.009 -0.005 0.002
Si 0.007 0 0.007
Si 0.001 0.005 0.001
Si 0.005 -0.009 0.002
Si 0.001 0.002 0.006
Si -0.009 0.009 0.003
Si -0.01 -0.01 0.009
Si -0.003 0.008 0.008
Si 0.009 -0.01 -0.005
Si -0.003 -0.002 0.003
Si 0.004 0.002 0.011
Si -0.011 -0.006 0.003
Si 0.002 0.004 0
Si 0 0.011 -0.002
Si -0.005 0.002 0.007
Si 0.009 -0.009 0.01
Si 0.009 0 -0.006
Si 0.002 -0.001 0.002
Si -0.004 0.001 -0.001
Si 0.007 -0.001 -0.001
Si 0.004 0.002 0
Si -0.004 0.002 0.002
Si 0.007 0.003 0.006
Si 0.002 0.011 0.004
Si -0.005 0.002 -0.012
Si -0.011 0.005 -0.002
Si 0.012 -0.009 0
Si 0.018 -0.004 0.008
Si -0.001 0 -0.006
Si -0.017 0.011 -0.007
Si 0.012 -0.007 -0.004
Si 0.005 -0.006 -0.004
Si -0.012 0.011 0.001
Si 0.002 -0.002 0
Si -0.004 -0.005 -0.003
Si 0.008 0.001 0.008
Si -0.016 -0.006 0.017
Si 0 0.005 0.005
Si 0.003 0.004 -0.002
Si 0 -0.003 -0.001
Si -0.003 0.004 0
Si -0.002 -0.008 0.003
Si 0.007 0.005 0.002
Si 0.01 0.008 0.008
Si -0.001 0.001 -0.003
Si 0.002 0.001 0.001
Si 0.005 -0.005 -0.008
Si 0.005 0.002 -0.007
Si 0.001 0.007 0.002
Si 0 -0.003 0.003
Si 0.003 0.003 0.006
Si -0.005 0.005 -0.004
Si 0.009 0.016 0.005
Si -0.005 0.011 0.002
Si 0.005 0.007 -0.01
Si 0.013 0.005 0.004
Si -0.013 0.002 0.005
Si -0.003 0.013 0.005
Si -0.004 -0.004 -0.007
Si -0.001 0.004 -0.013
Si -0.002 0.002 -0.002
Si -0.017 -0.008 0.002
Si 0.007 0.004 0.007
Si -0.003 -0.002 -0.002
Si -0.004 -0.006 0.009
Si -0.005 -0.002 0.013
Si -0.003 0.003 -0.006
Si 0.001 0.005 -0.009
Si -0.012 -0.007 -0.004
Si 0.007 -0.009 -0.001
Si -0.008 0.004 0.012
Si 0.006 0.012 -0.004
Si -0.006 -0.001 0.009
Si 0.009 0.006 -0.008
Si -0.018 0.005 0.002
Si -0.014 -0.003 0.006
Si 0 0.004 0.007
Si -0.006 -0.004 -0.001
Si -0.005 0.005 0
Si -0.011 0.003 -0.002
Si 0.004 0 0.006
Si -0.002 -0.002 0.009
Si 0.002 -0.008 0.011
Si -0.003 0.004 0.015
Si -0.006 0.011 -0.004
Si 0.003 0.003 0.006
Si -0.014 -0.008 0
Si 0.006 0.002 0.007
Si 0 0.005 -0.004
Si 0.009 -0.01 0.008
Si 0.005 0.004 0.003
Si 0.009 0.001 0.001
Si 0.008 0 -0.003
Si -0.001 -0.008 -0.008
Si 0.006 0.01 -0.004
Si -0.001 -0.008 0.005
Si 0.021 0 0.002
Si 0.009 0.007 -0.004
Si -0.003 0 0
Si 0.004 0.002 -0.007
Si -0.006 0.001 0.007
Si -0.002 -0.006 -0.001
Si -0.002 -0.012 -0.003
Si 0.005 0.012 0.003
Si 0.003 0 0.006
Si 0 -0.003 -0.01
Si -0.001 0.012 0.006
Si 0.009 0.005 0.005
Si 0.003 -0.005 0.003
Si -0.015 -0.014 0
Si 0.004 -0.006 0.007
Si -0.007 -0.007 0.005
Si 0.001 -0.004 0.01
Si 0.001 0.008 0.004
Si 0.004 -0.007 0.006
Si -0.014 -0.001 0.001
Si -0.001 0.01 0.001
Si -0.008 -0.008 -0.002
Si -0.009 -0.006 0.005
Si 0 0.004 -0.001
Si -0.006 -0.01 0.006
Si 0.002 0.006 0.006
Si -0.001 0.001 0.001
Si -0.003 -0.009 0.001
Si 0.014 0.004 0.004
Si 0.004 0.003 0.003
Si 0.012 0.007 0.001
Si -0.003 0.002 -0.003
Si -0.014 -0.002 0.009
Si 0.002 -0.004 0.007
Si 0.006 -0.002 0.013
Si -0.013 -0.007 0.003
Si 0.013 0.012 0.007
Si 0.007 0.001 0.001
Si 0.001 0.008 -0.005
Si -0.004 -0.002 0.013
Si 0.003 0.01 0.007
Si 0.014 0.001 0.008
Si 0.001 -0.006 0.01
Si -0.007 -0.002 0.004
Si 0.006 -0.006 0.002
O 0.19 -0.098 -0.035
O 0.218 0.291 0.129
O 0.171 0.15 0.169
O -0.289 -0.148 -0.147
O -0.005 0.123 0.818
O -0.33 0.096 0.3
O 0.07 0.154 0.225
O 0.081 0.353 0.453
O -0.197 0.016 0.456
O 0.08 -0.036 0.417
O -0.177 0.335 0.142
O -0.127 0.004 0.028
O -0.132 0.101 -0.351
O -0.268 -0.276 -0.075
O 0.005 -0.112 0.079
O -0.061 -0.406 0.183
O 0.434 0.211 0.156
O 0.076 0.323 -0.325
O 0.295 -0.229 0.272
O 0.401 -0.108 -0.218
O 0.122 -0.178 0.105
O -0.36 0.116 -0.141
O -0.34 -0.161 0.17
O -0.041 0.097 0.016
O 0.096 0.293 0.46
O 0.436 -0.295 0.278
O -0.277 0.114 0.472
O 0.008 0.069 0.444
O -0.174 0.052 -0.414
O -0.004 -0.498 0.265
O 0.003 0.122 0.482
O 0.022 -0.128 0.425
O 0.276 0.348 -0.105
O -0.256 -0.266 -0.559
O 0.429 -0.259 0.454
O -0.144 -0.53 -0.091
O -0.007 -0.066 0.832
O -0.027 -0.033 -0.601
O 0.049 0.151 -0.015
O -0.237 0.123 0.133
O 0.088 -0.03 -0.548
O -0.041 -0.089 0.056
O 0.299 -0.106 -0.049
O 0.458 0.675 0.316
O 0.366 -0.208 0.023
O 0.123 -0.567 0.451
O -0.323 -0.388 -0.173
O -0.335 0.236 -0.201
O -0.257 0.366 0.049
O -0.033 0.324 0.394
O -0.167 -0.15 -0.615
O 0.084 -0.127 0.119
O -0.354 0.293 -0.115
O 0.283 -0.338 0.353
O -0.018 -0.031 0.359
O 0.337 -0.033 0.493
O -0.065 -0.104 -0.135
O 0.029 0.404 -0.127
O 0.289 0.193 -0.057
O -0.264 0.204 -0.219
O -0.04 0.302 0.232
O 0.044 0.234 0.122
O 0.138 0.065 0.551
O -0.251 0.071 -0.369
O 0.024 -0.144 0.698
O 0.374 -0.073 0.161
O 0.231 0.331 0.165
O -0.1 -0.091 0.086
O -0.2 0.558 0.018
O -0.38 -0.592 -0.449
O -0.345 0.494 0.267
O 0.335 0.061 0.043
O 0.855 0.283 -0.073
O 0.002 0.655 0.085
O 0.251 -0.259 -0.086
O -0.716 0.187 0.209
O 0.508 -0.243 -0.302
O -0.159 -0.315 0.079
O -0.005 -0.13 0.341
O -0.485 0.27 -0.284
O -0.148 -0.519 0.371
O 0.43 0.221 0.27
O -0.13 0.164 0.074
O 0.081 -0.033 -0.263
O 0.024 -0.175 -0.342
O 0.152 0.028 -0.214
O -0.242 -0.53 0.522
O 0.006 0.003 0.319
O -0.397 -0.391 0.337
O 0.031 -0.086 -0.217
O -0.094 0.437 -0.186
O -0.076 -0.384 0.084
O 0.389 0.16 -0.314
O -0.5 0.514 0.02
O 0.332 -0.11 -0.315
O -0.568 0.097 0.113
O -0.484 0.15 -0.245
O -0.189 0.528 -0.484
O 0.299 -0.623 -0.049
O 0.304 -0.062 -0.421
O -0.101 -0.185 -0.655
O 0.156 0.327 0.327
O -0.167 -0.074 -0.355
O 0.48 0.154 0.47
O -0.296 0.216 -0.281
O 0.451 0.184 -0.467
O 0.149 0.218 0.515
O 0.167 0.269 0.189
O 0.042 -0.088 -0.693
O -0.109 0.142 0.464
O -0.078 -0.254 -0.422
O -0.131 0.052 -0.504
O -0.511 -0.344 -0.363
O -0.002 0.262 -0.057
O -0.425 0.391 -0.429
O 0.123 0.387 0.298
O -0.1 0.392 -0.206
O 0.149 0.037 -0.134
O -0.062 0.111 0.233
O 0.571 0.566 -0.209
O 0.082 0.019 0.421
O -0.207 -0.244 0.123
O 0.169 0.013 0.275
O 0.106 0.195 0.424
O -0.09 0.058 0.066
O -0.177 0.075 0.066
O 0.389 -0.215 0.381
O -0.199 -0.021 0.212
O 0.372 0.14 0.367
O -0.111 0.092 0.393
O 0.116 0.636 0.567
O 0.285 -0.416 -0.162
O -0.194 0.312 -0.015
O 0.026 -0.078 -0.023
O 0.261 0.223 -0.21
O -0.107 -0.402 0.425
O 0.697 -0.214 0.028
O 0.032 0.056 -0.471
O 0.147 -0.4 0.328
O 0.138 0.195 -0.335
O -0.112 -0.232 0.103
O -0.193 -0.088 0.317
O -0.315 0.187 0.221
O 0.132 0.243 0.566
O -0.47 -0.274 0.052
O -0.084 0.108 -0.137
O 0.164 -0.485 0.21
O 0.175 0.539 0.239
O 0.371 -0.371 0.291
O -0.049 0.294 0.633
O -0.036 -0.053 0.639
O 0.095 -0.214 -0.117
O -0.414 0.609 -0.497
O -0.467 -0.388 0.378
O 0.019 -0.62 -0.1
O 0.533 -0.156 0.026
O -0.113 -0.48 0.217
O -0.695 -0.104 -0.26
O 0.131 0.353 -0.041
O -0.301 -0.2 0.26
O -0.06 0.165 0.123
O -0.2 -0.297 -0.592
O 0.618 -0.013 -0.527
O 0.148 0.215 0.199
O 0.076 -0.017 0.037
O -0.267 0.211 0.459
O -0.108 -0.018 0.306
O 0.142 -0.146 0.383
O 0.347 -0.214 0.187
O 0.058 0.123 -0.524
O -0.661 -0.215 -0.197
O -0.035 -0.068 -0.717
O -0.031 0.138 -0.201
O 0.357 -0.216 -0.363
O -0.07 -0.435 0.283
O 0.043 0.059 -0.536
O -0.145 0.081 -0.048
O -0.098 0.169 0.512
O 0.069 -0.021 -0.084
O 0.031 -0.079 -0.265
O -0.077 -0.117 -0.146
O -0.085 0.53 0.205
O -0.141 0.547 -0.083
O 0.011 -0.169 -0.187
O -0.132 0.471 0.021
O 0.313 -0.139 -0.223
O -0.254 0.126 -0.003
O -0.146 -0.027 -0.465
O -0.209 -0.026 -0.066
O -0.054 -0.139 -0.062
O -0.652 0.154 -0.088
O 0.504 -0.346 0.13
O 0.582 -0.293 0.333
O 0.04 -0.242 -0.037
O 0.363 -0.036 -0.142
O -0.211 0.242 0.259
O -0.784 0.17 -0.128
O -0.175 0.373 -0.579
O -0.482 0.404 -0.417
O -0.286 0.128 -0.295
O 0.655 -0.043 -0.071
O 0.888 -0.33 -0.222
O 0.445 0.272 0.268
O -0.62 -0.041 0.181
O 0.413 0.559 -0.234
O -0.056 -0.417 0.423
O 0.583 -0.096 -0.086
O 0.548 0.3 -0.083
O 0.337 0.473 0.373
O -0.417 -0.045 0.204
O 0.047 0.679 0.391
O -0.353 -0.103 -0.043
O 0.253 0.011 0.423
O -0.087 0.238 0.1
O -0.229 0.202 -0.05
O 0.172 0.265 -0.456
O -0.03 -0.105 -0.275
O -0.305 0.514 -0.172
O 0.469 0.06 -0.167
O 0.137 0.251 0.135
O 0.587 -0.499 0.013
O 0.092 0.117 -0.694
O -0.48 -0.138 0.166
O -0.084 0.037 -0.519
O -0.382 0.163 0.111
O 0.008 -0.129 -0.058
O -0.251 0.736 -0.247
O 0.281 0.473 0.227
O -0.254 -0.286 -0.177
O -0.098 -0.072 -0.472
O -0.212 0.295 -0.51
O 0.31 0.141 -0.114
O 0.439 -0.009 -0.55
O -0.149 -0.22 0.225
O -0.033 -0.119 -0.868
O 0.239 0.196 -0.582
O -0.265 -0.022 -0.205
O -0.174 0.012 -0.035
O 0.086 0.016 -0.29
O 0.106 -0.002 -0.466
O -0.462 0.112 -0.227
O 0.316 -0.266 0.289
O -0.178 -0.008 -0.152
O 0.245 -0.207 0.146
O 0.363 -0.078 -0.125
O -0.042 -0.042 -0.648
O 0.219 0.077 -0.328
O 0.232 0.234 -0.266
O 0.355 0.271 -0.026
O 0.847 0.2 -0.154
O 0.092 0.151 -0.094
O 0.474 0.032 -0.159
O 0.581 -0.322 0.263
O -0.142 -0.165 -0.081
O -0.088 0.084 0.504
O -0.438 0.326 0.285
O 0.444 -0.096 -0.05
O -0.05 -0.143 0.025
O 0.089 0.415 -0.219
O -0.311 -0.708 0.366
O 0.457 -0.066 0.081
O -0.464 -0.067 0.394
O 0.28 0.323 0.202
O 0.436 0.246 -0.062
O 0.02 -0.532 -0.326
O 0.127 -0.497 -0.005
O -0.096 0.326 -0.113
O -0.343 -0.518 0.17
O -0.173 0.102 0.098
O -0.204 0.507 -0.196
O 0.346 0.014 -0.424
O 0.137 -0.322 0.28
O -0.162 -0.133 0.506
O -0.316 -0.523 0.081
O 0.233 -0.007 0.206
O -0.115 0.089 0.039
O -0.448 0.084 -0.026
O 0.454 0.148 -0.182
O -0.668 0.002 0.013
O -0.371 -0.078 -0.217
O -0.088 -0.043 0.172
O 0.323 0.327 -0.338
O -0.285 -0.002 0.439
O 0.451 -0.159 -0.32
O 0.24 -0.21 -0.176
O -0.165 -0.368 -0.379
O 0.204 -0.286 0.386
O 0.1 0.269 0.193
O 0.53 -0.292 0.133
O 0.025 0.056 -0.042
O -0.275 0.484 0.192
O -0.232 0.343 0.044
O 0.131 0.453 0.091
O 0.385 -0.051 -0.068
O -0.182 -0.019 -0.403
O -0.459 -0.142 -0.315
O 0.023 -0.538 0.292
O 0.404 0.223 0.322
O 0.197 -0.219 0.362
O 0.154 -0.407 -0.059
O -0.487 0.142 0.278
O -0.259 0.215 -0.132
O -0.331 0.014 -0.253
O -0.098 0.282 0.612
O 0.021 0.537 -0.182
O -0.549 0.083 0.226
O 0.141 -0.059 0.189
O 0.018 0.134 -0.107
O 0.263 0.658 -0.397
O 0.293 0.032 0.512
O 0.302 0.127 0.357
O -0.1 -0.64 -0.266
O 0.182 -0.038 0.226
O 0.026 -0.414 -0.188
O 0.639 -0.178 -0.104
O 0.235 0.143 0.031
O 0.066 -0.166 -0.583
O 0.478 0.243 -0.166
O 0.135 0.357 -0.003
O 0.228 0.649 0.249
O -0.337 0.585 -0.13
O 0.22 0.094 -0.704
O 0.015 -0.334 -0.024
O -0.163 -0.04 0.345
O 0.201 0.522 0.168
O 0.383 -0.381 0.375
O -0.041 0.05 0.48
O 0.059 -0.218 0.343
O 0.138 0.413 -0.031
O 0.106 0.368 -0.171
